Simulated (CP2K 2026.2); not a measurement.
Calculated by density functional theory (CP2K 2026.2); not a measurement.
Periodic cell of 1152 atoms, Si864O288, from a study of silicon, its oxide and their interface. The atomic structure is a simulated model.
Doubt: the forces sum to 4.35 eV/angstrom along one axis rather than to zero, so they err by at least 0.0038 eV/angstrom per atom on average; the grid cutoff is modest.

Settings
functional: PBE
method: Gaussian and plane waves
basis set: DZVP-MOLOPT-SR-GTH
pseudopotentials: GTH-PBE
grid cutoff: 350 Ry, relative cutoff 50 Ry
k points: Gamma only
occupations: fixed
spin: none
net charge: 0

Cell vectors (angstrom)
a, 32.64, 0, 0
b, 0, 16.32, 0
c, 4.3811, 0.156, 38.969

Atoms and the computed forces on them: element, x, y, z (angstrom), force x, y, z (eV/angstrom)
Si, 1.4856, 14.7421, 0.2764, -0.0454, 0.0995, 0.7611
Si, 3.4826, 1.6521, 0.3129, 0.2882, 0.0775, 0.6778
Si, 1.3578, 3.9173, 0.1704, -0.0669, 0.1658, 0.705
Si, 8.3486, 6.7496, 38.8374, 0.0864, 0.1348, 0.761
Si, 0.9216, 9.7613, 0.1844, 0.3468, -0.1836, 0.8245
Si, 3.7518, 12.5667, 0.1332, 0.092, -0.2089, 0.7609
Si, 6.7584, 14.7907, 0.3843, -0.0695, 0.2263, 0.7028
Si, 9.1992, 1.4307, 0.2699, 0.2209, -0.0057, 0.6596
Si, 7.1566, 3.8144, 0.1092, -0.3416, 0.1311, 0.864
Si, 13.5139, 7.3643, 38.9507, 0.1243, -0.0289, 0.7832
Si, 6.9262, 9.4887, 0.0137, -0.2268, -0.01, 0.6799
Si, 8.8946, 12.5408, 0.184, 0.3578, -0.0723, 0.6687
Si, 12.4368, 14.7855, 0.026, -0.1858, 0.0905, 0.8317
Si, 19.1882, 1.8309, 38.7481, 0.2237, -0.3104, 0.6795
Si, 12.4798, 3.8263, 0.0031, -0.1228, 0.0917, 0.7432
Si, 15.3909, 6.4938, 0.0903, -0.1173, 0.0229, 0.7421
Si, 16.644, 9.9234, 38.5296, 0.0516, -0.2922, 0.7807
Si, 19.0832, 12.7384, 38.7764, 0.2802, -0.266, 0.7325
Si, 22.4855, 14.7845, 38.8559, -0.2456, 0.248, 0.6962
Si, 20.6235, 1.0993, 0.0963, -0.0504, 0.1782, 0.7919
Si, 22.0444, 4.4502, 38.8895, 0.1345, -0.2388, 0.7141
Si, 25.1587, 6.6732, 38.8763, -0.2636, 0.2995, 0.7648
Si, 22.1987, 9.6506, 38.8434, 0.1707, -0.1224, 0.6838
Si, 20.3918, 12.4035, 0.03, 0.1625, -0.1752, 0.7397
Si, 22.9826, 15.3637, 0.0493, 0.0606, -0.2001, 0.7283
Si, 26.1981, 1.2626, 0.4709, -0.1171, -0.1554, 0.6577
Si, 22.97, 4.2555, 0.0689, 0.2103, -0.1676, 0.8205
Si, 25.7053, 7.0511, 0.1425, 0.0152, -0.2435, 0.7742
Si, 23.4992, 9.2441, 0.0187, -0.1941, 0.1285, 0.8095
Si, 30.783, 11.7996, 38.8823, -0.0964, 0.2532, 0.7475
Si, 28.1524, 15.2057, 0.0592, 0.3256, -0.1196, 0.7292
Si, 31.0985, 1.6928, 0.1864, 0.0261, -0.3161, 0.7169
Si, 28.8358, 3.8105, 0.2755, -0.0341, 0.1231, 0.7957
Si, 30.7809, 7.2271, 0.0739, 0.1228, -0.0924, 0.7308
Si, 28.605, 9.4542, 0.407, -0.0066, 0.0026, 0.4797
Si, 31.3704, 11.9712, 0.3303, -0.0525, 0.2382, 0.7175
Si, 2.4978, 0.0443, 1.6639, 0.0086, -0.0433, -0.0057
Si, 5.3464, 2.7653, 1.3062, 0.0116, 0.0192, -0.0567
Si, 2.5825, 5.4901, 1.4049, 0.0296, -0.0574, -0.0787
Si, 5.3739, 8.089, 1.1659, -0.0421, 0, -0.0652
Si, 2.6443, 10.8731, 1.3478, -0.0272, -0.0001, -0.0527
Si, 5.2632, 13.5714, 1.6322, -0.0244, -0.0058, -0.0284
Si, 7.9857, 0.0187, 1.6198, 0.0005, -0.0225, -0.0132
Si, 10.9047, 2.6735, 1.3284, -0.0235, 0.035, -0.025
Si, 8.1756, 5.5095, 1.3605, 0.0262, 0.0129, -0.0037
Si, 10.9164, 8.3038, 1.0625, 0.0556, 0.0308, -0.0828
Si, 7.9863, 10.9141, 1.5505, -0.0014, -0.0343, 0.0163
Si, 10.7667, 13.6031, 1.2332, 0.0368, -0.0309, -0.0537
Si, 13.711, 0.0374, 1.2024, 0.0323, 0.0317, -0.0243
Si, 16.4163, 2.709, 1.1817, 0.0093, -0.0006, -0.0431
Si, 13.6683, 5.4099, 1.2853, 0.003, 0.0127, -0.0195
Si, 16.4708, 8.1642, 1.2985, 0.0113, 0.0254, -0.0325
Si, 13.6749, 10.8775, 1.1045, -0.0085, 0.0925, -0.0783
Si, 16.3892, 13.5853, 1.1449, 0.0282, -0.0262, -0.0121
Si, 19.094, 16.2171, 1.3396, -0.0149, -0.0365, -0.0555
Si, 21.7948, 2.6976, 1.3669, -0.0046, 0.0211, -0.0466
Si, 19.1577, 5.4657, 1.2781, 0.0574, 0.0163, -0.047
Si, 21.8711, 8.1093, 1.2803, 0.0228, -0.0439, -0.0503
Si, 19.2103, 10.7887, 1.2762, -0.0407, 0.0204, -0.0345
Si, 21.9306, 13.6269, 1.2926, -0.0135, 0.0288, -0.0202
Si, 24.5036, 0.051, 1.5045, 0.0258, -0.0273, -0.0186
Si, 27.4204, 2.6913, 1.7572, 0.0061, 0.03, -0.0071
Si, 24.5633, 5.3973, 1.3781, -0.018, 0.0314, -0.0334
Si, 27.1674, 8.121, 1.6151, -0.0287, -0.0448, -0.0316
Si, 24.6721, 10.7989, 1.3173, -0.0331, -0.0271, -0.0867
Si, 27.1791, 13.4811, 1.3035, -0.0267, -0.0364, -0.0511
Si, 29.8913, 16.3052, 1.3299, 0.0152, -0.0108, -0.1118
Si, 32.5537, 2.7895, 1.6113, 0.0313, 0.0028, -0.0678
Si, 29.8706, 5.5306, 1.4623, 0.0151, -0.0212, -0.0391
Si, 32.4387, 8.1966, 1.4777, -0.0026, -0.0126, -0.0399
Si, 29.9028, 10.8513, 1.7091, -0.0079, -0.0127, -0.0311
Si, 32.5756, 13.5646, 1.5447, -0.0196, -0.0282, -0.0362
Si, 1.1883, 1.3935, 2.9893, -0.0266, 0.0117, 0.0398
Si, 4.0257, 4.1396, 2.7249, -0.0081, -0.0221, 0.0315
Si, 1.2386, 6.8364, 2.7651, -0.005, 0.0183, -0.0049
Si, 4.0364, 9.4598, 2.6321, 0.0195, 0.0058, -0.0358
Si, 1.3284, 12.1873, 2.8412, 0.0131, -0.021, 0.0414
Si, 3.9695, 15.0288, 2.9237, 0.023, -0.0047, 0.0231
Si, 6.6233, 1.4424, 2.8308, -0.0181, 0.0234, 0.0223
Si, 9.5792, 4.1323, 2.6738, -0.02, -0.0563, 0.0205
Si, 6.7294, 6.8186, 2.6697, -0.0141, -0.0104, -0.004
Si, 9.5721, 9.5588, 2.6361, 0.0339, -0.0043, 0.0114
Si, 6.6449, 12.2086, 2.9312, -0.0082, 0.0166, 0.0352
Si, 9.5038, 14.944, 2.7485, -0.045, -0.0303, 0.0238
Si, 12.305, 1.3237, 2.6479, -0.0042, -0.0207, -0.0075
Si, 15.045, 4.0453, 2.6355, 0.0156, -0.0218, 0.0245
Si, 12.2444, 6.8692, 2.5033, -0.0476, 0, -0.0111
Si, 15.0054, 9.5331, 2.5427, -0.0205, -0.0116, 0.0428
Si, 12.218, 12.2075, 2.5241, 0.0114, -0.0389, 0.0256
Si, 15.0713, 14.982, 2.5625, -0.0131, -0.0304, 0.0138
Si, 17.7089, 1.3227, 2.6037, 0.0061, 0.0283, -0.0167
Si, 20.4291, 4.068, 2.6933, -0.0209, -0.0065, 0.0334
Si, 17.8199, 6.825, 2.6715, 0.0057, -0.0194, 0.0352
Si, 20.5335, 9.4708, 2.6684, 0.0155, -0.0281, 0.0016
Si, 17.718, 12.1681, 2.5464, 0.011, 0.0278, 0.0346
Si, 20.4871, 14.8947, 2.7038, -0.0002, -0.007, 0.031
Si, 23.1385, 1.4037, 2.8132, -0.0041, 0.0119, 0.0179
Si, 25.8868, 4.0831, 2.8303, -0.0047, 0.017, 0.0007
Si, 23.1777, 6.7609, 2.7349, 0.0155, 0.0188, 0.0237
Si, 25.8477, 9.5273, 2.8916, -0.0269, 0.0202, 0.0409
Si, 23.2726, 12.2228, 2.6294, -0.0031, -0.0179, -0.0306
Si, 25.8305, 14.8545, 2.737, 0.0516, 0.0175, 0.0157
Si, 28.7243, 1.2577, 2.9642, 0.06, -0.0205, 0.0702
Si, 31.2365, 4.2074, 2.8822, -0.0182, 0.0009, 0.0195
Si, 28.5111, 6.7448, 2.914, -0.0012, -0.0111, 0.0184
Si, 31.2407, 9.4863, 3.0047, 0.023, -0.0012, 0.0334
Si, 28.5224, 12.3096, 2.859, -0.0321, 0.0215, 0.0342
Si, 31.2168, 14.9926, 2.7922, -0.0128, 0.0292, -0.0111
Si, 32.5159, 16.3071, 4.2654, -0.0358, 0.0083, 0.0133
Si, 2.6922, 2.7685, 4.1606, 0.0452, 0.0112, -0.0563
Si, 32.6233, 5.4951, 4.2261, -0.0229, -0.0073, -0.0043
Si, 2.6678, 8.1782, 4.0754, -0.0053, 0.035, -0.006
Si, 32.6409, 10.8685, 4.2558, 0.0072, 0.0225, -0.0064
Si, 2.6456, 13.5851, 4.2127, -0.0269, 0.0041, -0.0402
Si, 5.3673, 0.0501, 4.2275, 0.0037, 0.0087, 0.0203
Si, 8.1411, 2.7925, 4.0463, -0.0091, 0.0181, -0.0543
Si, 5.3969, 5.4806, 4.0893, 0.0031, -0.0026, -0.0228
Si, 8.1644, 8.1735, 3.9858, 0.0111, -0.0061, -0.0224
Si, 5.3174, 10.781, 4.1592, -0.0226, -0.0196, 0.0004
Si, 8.1281, 13.5987, 4.1291, 0.0286, 0.0135, -0.028
Si, 10.907, 16.3184, 4.0392, 0.0156, 0.0134, -0.022
Si, 13.6534, 2.7064, 4.0024, 0.0294, 0.0081, 0.0022
Si, 10.9343, 5.5105, 3.9827, 0.0413, -0.0038, -0.0145
Si, 13.6176, 8.1833, 3.9123, 0.0074, 0.0059, 0.015
Si, 10.9142, 10.899, 4.0091, -0.0099, 0.0493, -0.0078
Si, 13.6217, 13.6017, 3.8814, -0.0016, -0.0164, -0.0482
Si, 16.3649, 16.3107, 4.0001, -0.0091, -0.0132, 0.0183
Si, 19.048, 2.6918, 4.0078, -0.0008, 0.0102, -0.0047
Si, 16.3957, 5.4429, 3.9826, -0.0287, 0.0028, -0.013
Si, 19.1403, 8.1663, 4.0549, -0.0003, -0.0166, 0.0012
Si, 16.3465, 10.8713, 3.9531, 0.0097, 0.007, 0.007
Si, 19.064, 13.5287, 3.9823, 0.0039, -0.0068, -0.0241
Si, 21.7722, 16.3057, 4.0953, -0.0173, -0.0079, -0.0163
Si, 24.5073, 2.7327, 4.1652, -0.0267, -0.0124, 0.0036
Si, 21.7891, 5.4151, 4.0813, 0.017, 0.0081, -0.0471
Si, 24.4692, 8.1349, 4.1645, 0.0181, -0.0353, -0.0265
Si, 21.8621, 10.8737, 4.0041, 0.0347, 0.0015, -0.0007
Si, 24.5032, 13.5493, 4.1335, -0.0132, 0.0341, 0.0071
Si, 27.211, 16.2311, 4.1487, -0.0034, -0.0267, -0.0731
Si, 29.9737, 2.7437, 4.2568, -0.0064, -0.0148, -0.0259
Si, 27.1728, 5.4106, 4.257, -0.0113, 0.0083, 0.0171
Si, 29.8623, 8.115, 4.2727, 0.0003, 0.0015, -0.0106
Si, 27.1995, 10.908, 4.2127, 0, -0.0014, -0.0342
Si, 29.8993, 13.6416, 4.1973, 0.0235, -0.0335, -0.0038
Si, 34.0033, 14.9657, 21.969, 0.0193, -0.0071, 0.0116
Si, 4.0663, 1.3909, 21.8487, 0.0162, -0.0344, 0.0066
Si, 33.9605, 4.1198, 21.9328, -0.0109, 0.0002, 0.0089
Si, 4.0265, 6.8384, 21.8766, 0.0062, -0.0312, 0.0082
Si, 33.9586, 9.5193, 21.9879, 0.0164, -0.0212, 0.0238
Si, 4.0899, 12.2684, 21.9003, 0.0159, -0.0124, 0.0279
Si, 6.8244, 14.9781, 21.7351, 0.0022, -0.025, -0.0081
Si, 9.5103, 1.3457, 21.6047, 0.005, -0.0179, 0.0022
Si, 6.751, 4.102, 21.6884, 0.0007, -0.0132, -0.0169
Si, 9.4845, 6.7972, 21.6049, -0.0085, -0.0006, -0.0104
Si, 6.7683, 9.5349, 21.7576, 0.0103, -0.011, -0.001
Si, 9.5338, 12.2363, 21.686, -0.0022, 0.0021, 0.0156
Si, 12.2489, 14.9195, 21.537, 0.0268, -0.0224, -0.01
Si, 15.0148, 1.3589, 21.5906, -0.0123, 0.018, 0.0104
Si, 12.2691, 4.1015, 21.5758, 0.008, 0.0121, -0.0176
Si, 14.9462, 6.8146, 21.5908, -0.0178, -0.0004, 0.0208
Si, 12.2506, 9.5564, 21.6017, 0.0129, -0.0004, -0.0056
Si, 14.9552, 12.1735, 21.583, -0.0131, -0.0247, 0.0123
Si, 17.7115, 14.9819, 21.6205, -0.0004, 0.0294, 0.0131
Si, 20.4512, 1.3614, 21.6228, -0.0197, 0.0194, 0.0113
Si, 17.707, 4.1158, 21.5629, 0.0011, 0.0278, 0.0071
Si, 20.3696, 6.7838, 21.6489, 0.0005, -0.0203, -0.0125
Si, 17.6685, 9.5105, 21.621, 0.0054, -0.0011, 0.0002
Si, 20.4067, 12.2632, 21.706, -0.0049, 0.0155, 0.0123
Si, 23.1182, 14.9167, 21.7299, -0.0008, 0.0165, 0.0053
Si, 25.837, 1.2961, 21.7916, -0.0134, 0.009, -0.0126
Si, 23.1258, 4.0875, 21.6864, -0.0032, 0.006, -0.0293
Si, 25.8395, 6.8021, 21.8389, -0.0087, -0.0032, 0.0125
Si, 23.1294, 9.5414, 21.751, 0.0099, 0.0105, 0.0084
Si, 25.8555, 12.1729, 21.8725, -0.0027, 0.0181, 0.0224
Si, 28.5734, 14.9229, 21.9196, -0.0134, 0.0232, 0.0028
Si, 31.2924, 1.3578, 21.9472, 0.0049, 0.0037, 0.0054
Si, 28.5872, 4.0823, 21.9053, 0.0348, 0.0103, 0.0111
Si, 31.2444, 6.8127, 22.0098, -0.0081, -0.0083, 0.0163
Si, 28.5392, 9.5196, 21.9581, 0.0048, 0.0203, 0.0048
Si, 31.2809, 12.2347, 22.0305, -0.0187, 0.0235, 0.0321
Si, 2.7199, 16.3944, 23.2887, 0.0051, 0.0309, 0.0018
Si, 5.478, 2.7621, 23.1366, -0.0129, 0.0222, 0.0318
Si, 2.6457, 5.5243, 23.2949, 0.0059, 0.0352, 0.0266
Si, 5.4031, 8.2336, 23.1903, -0.0282, 0.0117, -0.0085
Si, 2.7353, 10.8902, 23.2946, 0.0084, 0.0432, -0.0221
Si, 5.5113, 13.6786, 23.1816, 0.0019, 0.0046, 0.0445
Si, 8.2421, 16.3071, 23.048, 0.0259, 0.011, 0.0145
Si, 10.8809, 2.7419, 22.8581, -0.0151, 0.0089, 0.0141
Si, 8.1059, 5.485, 22.9808, 0.0416, 0.0202, 0.0238
Si, 10.8817, 8.1612, 22.8719, -0.0161, -0.0136, -0.0439
Si, 8.215, 10.8403, 23.057, -0.0082, -0.0109, 0.0244
Si, 10.9305, 13.6253, 22.9744, 0.0071, -0.0065, 0.0093
Si, 13.6268, 16.2597, 22.8344, -0.0063, -0.0064, 0.0067
Si, 16.4142, 2.7371, 22.9007, 0.0112, -0.0206, 0.0071
Si, 13.5949, 5.4697, 22.9509, -0.0124, -0.008, 0.0502
Si, 16.3099, 8.1396, 22.9557, 0.0186, -0.0149, 0.0027
Si, 13.5988, 10.8711, 23.0113, 0.0088, 0.0119, 0.06
Si, 16.3366, 13.5466, 22.8567, 0.0049, 0.0122, 0.003
Si, 19.1035, 16.338, 22.97, 0.0076, 0.0078, -0.0007
Si, 21.7748, 2.7237, 23.0005, 0.0129, -0.0199, 0.0453
Si, 18.9607, 5.4782, 23.0035, -0.0263, 0.0243, 0.0443
Si, 21.731, 8.1352, 22.9794, -0.0279, -0.0105, -0.0075
Si, 19.0154, 10.8687, 22.9752, -0.0077, 0.0023, -0.0003
Si, 21.7269, 13.6327, 23.1186, -0.0334, -0.006, 0.0077
Si, 24.4818, 16.2114, 23.1218, 0.0156, 0.0097, 0.034
Si, 27.1968, 2.6502, 23.1408, -0.0103, -0.0425, -0.0096
Si, 24.4329, 5.4178, 23.1119, 0.0034, 0, 0.0387
Si, 27.1233, 8.1686, 23.2858, -0.027, -0.019, 0.0059
Si, 24.4587, 10.8284, 23.2324, 0.0147, -0.0336, 0.0344
Si, 27.2165, 13.518, 23.2619, 0.011, 0.0075, -0.0016
Si, 29.9192, 16.3034, 23.2965, 0.0402, -0.016, -0.0102
Si, 32.6502, 2.7279, 23.3356, -0.0141, -0.0151, -0.0136
Si, 29.8728, 5.4437, 23.3898, -0.022, -0.0037, 0.0334
Si, 32.5741, 8.1867, 23.4297, -0.0033, 0.0215, -0.0069
Si, 29.8919, 10.8432, 23.3978, 0.026, -0.0133, -0.0141
Si, 32.6711, 13.6097, 23.4059, -0.028, -0.039, 0.0311
Si, 34.054, 1.4434, 24.7652, 0.0238, -0.0122, 0.0335
Si, 4.0849, 4.1216, 24.4976, 0.0001, -0.032, -0.0471
Si, 33.9429, 6.8548, 24.8189, 0.0606, -0.0203, -0.0045
Si, 4.0972, 9.5653, 24.6862, -0.0088, -0.0141, 0.0033
Si, 34.0761, 12.201, 24.7554, -0.0113, -0.0123, -0.0056
Si, 4.1899, 15.1018, 24.5789, 0.0175, -0.0222, -0.0155
Si, 6.9535, 1.3962, 24.3949, -0.0158, 0.0029, -0.0322
Si, 9.5127, 4.0941, 24.2011, -0.0011, -0.0325, -0.0859
Si, 6.8243, 6.8574, 24.4214, -0.012, -0.0023, -0.0041
Si, 9.5939, 9.3971, 24.3441, -0.0058, 0.0001, -0.0189
Si, 6.9746, 12.2835, 24.4129, 0.006, -0.003, -0.0321
Si, 9.6884, 15.0074, 24.4071, 0.0065, 0.0422, -0.0029
Si, 12.2701, 1.3416, 24.0928, -0.0287, -0.0424, -0.0819
Si, 15.0746, 4.1286, 24.1906, 0.0163, 0.0517, -0.0674
Si, 12.1387, 6.813, 24.2608, -0.0152, -0.005, -0.0162
Si, 14.93, 9.419, 24.3202, -0.0235, 0.0053, -0.0077
Si, 12.2361, 12.2682, 24.3568, 0.0223, -0.0149, -0.0258
Si, 14.9553, 14.8616, 24.1634, -0.0126, -0.0297, -0.0249
Si, 17.8125, 1.4358, 24.2804, 0.0156, 0.0543, -0.0286
Si, 20.367, 4.1173, 24.2688, -0.0044, -0.0471, -0.0522
Si, 17.5973, 6.8378, 24.4253, -0.0071, -0.0201, -0.011
Si, 20.3247, 9.4423, 24.2902, 0.0197, -0.0399, -0.0292
Si, 17.6599, 12.2601, 24.2808, 0.0165, 0.0121, -0.0122
Si, 20.364, 15.0369, 24.4678, 0.0523, -0.0004, -0.0163
Si, 23.0965, 1.3083, 24.3556, -0.0289, 0.02, -0.0638
Si, 25.7828, 3.9845, 24.4111, -0.0008, -0.0143, -0.0376
Si, 23.0457, 6.8352, 24.4014, 0.0223, 0.0279, -0.0209
Si, 25.7107, 9.4262, 24.7264, -0.0257, -0.0147, -0.0116
Si, 23.0534, 12.2448, 24.4787, -0.0133, 0.028, -0.0192
Si, 25.7781, 14.8156, 24.5676, -0.0377, 0.0012, -0.0351
Si, 28.449, 1.285, 24.5998, -0.0175, 0.0108, -0.0265
Si, 31.2513, 4.0195, 24.7323, -0.0328, 0.0094, -0.0135
Si, 28.4153, 6.8279, 24.7177, 0.0455, 0.0092, -0.0147
Si, 31.1845, 9.5021, 24.8847, -0.0173, -0.0342, 0.0296
Si, 28.5281, 12.2045, 24.7525, -0.0118, 0.0247, 0.0031
Si, 31.3044, 15.0389, 24.7438, -0.0166, 0.014, -0.03
Si, 32.6565, 0.1479, 26.1935, -0.0295, -0.0098, -0.003
Si, 35.5356, 2.821, 26.0657, -0.0056, 0.0074, 0.0548
Si, 32.6052, 5.3575, 26.1828, 0.0456, 0.0085, 0.0076
Si, 35.3464, 8.2845, 26.2017, -0.0053, 0.0492, 0.0766
Si, 32.6316, 10.8755, 26.229, 0.0441, 0.053, 0.0278
Si, 35.5395, 13.6794, 25.9489, -0.0188, -0.0536, -0.0091
Si, 5.6514, 0.1787, 25.8759, 0.0005, -0.0257, 0.0754
Si, 8.3487, 2.7551, 25.6939, -0.0024, -0.0126, 0.0988
Si, 5.4556, 5.5159, 25.7562, -0.0292, 0.0343, 0.0558
Si, 8.2947, 8.0588, 25.802, 0.0233, 0.0001, 0.0138
Si, 5.6265, 10.9793, 25.8286, -0.0221, -0.0411, 0.0168
Si, 8.4758, 13.5472, 25.7617, 0.0275, -0.065, 0.0727
Si, 11.0276, 0.1788, 25.6839, -0.0269, -0.0119, 0.1251
Si, 13.6804, 2.6881, 25.2949, 0.0165, -0.0263, 0.0101
Si, 10.7572, 5.4443, 25.588, -0.0361, 0.0523, 0.0616
Si, 13.5402, 8.0147, 25.6582, 0.0394, 0.0334, 0.0497
Si, 10.9645, 10.7504, 25.653, 0.0447, 0.0139, 0.0651
Si, 13.5926, 13.6802, 25.6892, -0.0128, 0.0453, 0.0447
Si, 16.3981, 16.2509, 25.3165, 0.0293, -0.0075, 0.0053
Si, 19.1576, 2.7768, 25.7279, -0.023, -0.0576, 0.0768
Si, 16.2754, 5.3925, 25.7742, 0.0438, 0.0319, 0.0685
Si, 18.9728, 8.2308, 25.7689, -0.0274, -0.0254, 0.0493
Si, 16.2573, 10.8982, 25.5637, -0.0123, -0.0223, -0.0017
Si, 18.9765, 13.6013, 25.7167, 0.0185, 0.0193, 0.0314
Si, 21.7277, 0.1227, 25.8288, -0.0461, -0.0386, 0.0648
Si, 24.4734, 2.5795, 25.7334, 0.005, -0.0537, 0.0636
Si, 21.6319, 5.5043, 25.6447, -0.0409, -0.0014, 0.0618
Si, 24.2094, 8.0255, 26.0625, 0.0505, 0.0458, 0.0061
Si, 21.6443, 10.7779, 25.6258, 0.0179, 0.0026, 0.0115
Si, 24.3609, 13.5241, 25.9747, 0.0203, -0.0037, 0.0414
Si, 27.0942, 16.1734, 25.9436, 0.0057, -0.0246, 0.0616
Si, 29.7122, 2.6826, 25.9995, 0.002, 0.045, 0.027
Si, 26.9023, 5.3931, 25.869, 0.0025, 0.0389, 0.0161
Si, 29.724, 8.1207, 26.2716, -0.0273, 0.0211, 0.0505
Si, 27.0542, 10.8611, 26.0852, -0.0358, 0.0215, 0.0841
Si, 29.9508, 13.5919, 26.0801, -0.0115, -0.0023, 0.0151
Si, 34.0577, 14.8982, 27.298, 0.0337, 0.1727, -0.6433
Si, 4.7012, 1.8577, 27.308, -0.0322, -0.0888, -0.6951
Si, 34.4153, 4.3818, 27.4781, -0.2388, -0.2439, -0.6883
Si, 4.0116, 6.6322, 27.251, 0.1181, 0.2495, -0.7273
Si, 34.0614, 9.7126, 27.7626, -0.0838, -0.253, -0.7115
Si, 4.7166, 12.7179, 27.1253, -0.317, -0.2502, -0.7705
Si, 7.0006, 14.8914, 26.9155, 0.092, 0.1868, -0.7247
Si, 10.1186, 1.8971, 27.0408, -0.1525, -0.1422, -0.7854
Si, 6.8865, 4.0963, 26.8976, 0.032, -0.0035, -0.4555
Si, 9.153, 6.2686, 27.1769, 0.0736, 0.1043, -0.651
Si, 7.2777, 9.7862, 26.985, -0.1416, -0.0151, -0.7242
Si, 9.5847, 11.8734, 27.1212, 0.1217, 0.2977, -0.6673
Si, 12.7116, 15.5074, 26.9395, -0.2044, -0.2759, -0.7739
Si, 14.9747, 1.2285, 26.5138, -0.0652, 0.0736, -0.6415
Si, 12.2689, 3.9941, 26.5281, -0.113, -0.0135, -0.5734
Si, 14.3975, 6.2318, 26.9291, 0.33, 0.1125, -0.7822
Si, 12.5269, 9.6357, 27.0051, -0.2397, -0.2649, -0.6934
Si, 14.668, 11.979, 26.8598, 0.172, 0.2803, -0.8016
Si, 17.6038, 15.0692, 26.8982, 0.0375, -0.1852, -0.6611
Si, 20.8299, 1.8718, 27.1836, -0.2106, -0.1677, -0.8126
Si, 18.0257, 4.3817, 26.9788, -0.2405, -0.2169, -0.8911
Si, 20.1616, 6.6843, 27.0891, 0.1927, 0.2395, -0.7159
Si, 17.8041, 9.9118, 26.9606, -0.0966, -0.2694, -0.7306
Si, 20.166, 11.9813, 26.9047, 0.0857, 0.2431, -0.6948
Si, 23.2078, 15.2135, 27.1366, -0.0687, -0.1115, -0.7138
Si, 25.5049, 1.0015, 27.212, 0.0868, 0.1726, -0.7642
Si, 22.9878, 4.0093, 26.7696, -0.0254, -0.0627, -0.6008
Si, 25.1192, 6.159, 27.2445, 0.0952, 0.2767, -0.8153
Si, 22.9324, 9.6765, 27.2432, -0.1328, -0.3156, -0.6842
Si, 25.3132, 11.839, 27.3763, 0.2057, 0.262, -0.6804
Si, 28.6551, 15.0736, 27.3569, -0.2676, -0.3153, -0.5918
Si, 30.7907, 1.1629, 27.4159, 0.3968, 0.286, -0.5845
Si, 28.3572, 4.2159, 27.2207, -0.0835, -0.2851, -0.6613
Si, 30.7817, 6.2875, 27.3958, 0.2374, 0.368, -0.7192
Si, 28.1922, 9.4837, 27.5958, 0.1556, -0.0863, -0.7258
Si, 31.7258, 12.722, 27.3953, -0.1218, -0.1857, -0.7468
Si, 7.4415, 2.937, 31.7327, -0.0066, -0.0955, -0.011
Si, 33.4185, 13.3415, 32.2499, -0.0453, 0.0201, -0.0021
Si, 6.3578, 8.1499, 36.8551, -0.07, -0.0572, 0.1688
Si, 5.4086, 8.5648, 29.0869, -0.0373, -0.1169, -0.0437
Si, 27.5037, 8.4202, 31.8605, -0.0192, -0.0154, 0.0354
Si, 5.9191, 7.6629, 31.885, 0.0712, -0.0178, 0.1726
Si, 10.6333, 6.6895, 29.9766, 0.0008, -0.0439, -0.0541
Si, 10.3821, 2.3329, 35.666, -0.1282, -0.0582, -0.0107
Si, 19.1333, 6.8604, 36.2128, -0.0661, 0.1035, 0.0544
Si, 3.5919, 12.5337, 31.7515, 0.034, 0.071, -0.0661
Si, 32.7852, 11.6107, 34.7081, -0.0351, 0.0215, 0.0614
Si, 35.0119, 12.3066, 36.344, 0.0296, 0.0626, 0.2007
Si, 15.1248, 0.2352, 36.9676, -0.0333, -0.0635, 0.0671
Si, 20.7617, 5.0229, 34.9221, 0.1234, -0.0961, -0.1315
Si, 10.2736, 6.9122, 34.3709, 0.0504, -0.0432, -0.0603
Si, 20.9725, 11.6562, 36.7939, -0.1097, -0.0358, 0.0557
Si, 14.4937, 14.1412, 35.267, -0.048, 0.0638, 0.1249
Si, 28.3687, 14.9499, 36.0733, -0.0408, 0.0532, 0.0698
Si, 19.018, 0.4579, 29.0191, 0.0623, 0.0414, -0.1723
Si, 20.5482, 15.0047, 31.0332, 0.0191, 0.0284, 0.0494
Si, 18.0041, 6.8873, 31.5659, 0.0167, 0.0379, -0.0259
Si, 15.1047, 2.5972, 31.2601, -0.0032, -0.052, 0.1009
Si, 22.7878, 5.0828, 32.7298, -0.0964, -0.0412, 0.0533
Si, 19.8348, 1.8423, 32.9316, -0.0426, 0.0821, 0.1082
Si, 19.803, 10.9231, 34.2756, -0.019, -0.0831, 0.037
Si, 24.823, 9.4208, 31.586, 0.0222, -0.1553, -0.1163
Si, 28.44, 1.4942, 34.9223, -0.0468, -0.0439, -0.0306
Si, 26.174, 7.7994, 29.4806, -0.0275, 0.1373, -0.0112
Si, 23.0779, 7.8791, 33.5643, 0.1322, 0.1007, 0.0366
Si, 30.9275, 12.5506, 30.4303, 0.0489, 0.1264, -0.0451
Si, 29.825, 1.4052, 30.2606, -0.048, 0.009, -0.157
Si, 36.5427, 16.2594, 37.2059, 0.1176, 0.1398, 0.1288
Si, 34.6461, 4.0697, 30.5069, -0.0755, 0.0118, -0.043
Si, 35.7427, 0.4263, 32.4475, 0.0069, 0.0083, 0.0675
Si, 22.5796, 0.6341, 31.8962, 0.0702, 0.0181, -0.0723
Si, 3.568, 11.0471, 29.1962, 0.0269, 0.0718, 0.0076
Si, 4.4248, 3.0838, 31.9773, -0.0544, 0.0393, 0.0557
Si, 16.942, 14.0171, 33.3627, 0.0742, -0.042, 0.0442
Si, 29.6061, 9.9341, 30.1882, -0.1013, -0.0241, -0.1148
Si, 9.4999, 16.1222, 34.5477, -0.0082, -0.0427, -0.0553
Si, 32.1536, 9.1475, 33.1687, 0.1015, -0.0507, -0.0899
Si, 20.4216, 8.5358, 32.4573, 0.0542, 0.0246, -0.1734
Si, 30.8868, 1.8074, 33.0611, -0.0066, 0.0037, 0.1072
Si, 14.6763, 11.6915, 36.8984, 0.0051, -0.1439, 0.0479
Si, 12.861, 5.5407, 33.793, -0.0488, -0.0929, -0.0022
Si, 4.7118, 12.1793, 34.5301, 0.1334, 0.0446, -0.0344
Si, 6.6434, 9.6581, 34.1441, -0.1005, 0.0652, 0.0009
Si, 9.9578, 5.0198, 36.791, -0.1245, -0.0869, 0.1094
Si, 9.3629, 0.1734, 37.2884, 0.0259, -0.0568, 0.0813
Si, 17.0441, 0.6225, 32.6837, -0.0043, 0.0492, 0.0483
Si, 8.4965, 5.8147, 32.1421, 0.0115, 0.0504, -0.171
Si, 13.6689, 6.536, 29.7728, -0.1282, -0.0779, -0.1966
Si, 5.7402, 14.5937, 30.755, -0.0154, 0.0981, 0.0339
Si, 26.0863, 10.7481, 36.7852, 0.1068, -0.0202, 0.1568
Si, 15.8403, 2.2697, 34.9958, -0.0043, 0.0224, 0.033
Si, 13.7022, 10.8355, 32.0622, 0.1665, -0.0964, 0.0392
Si, 14.646, 9.4232, 34.6889, 0.024, 0.0877, 0.0458
Si, 16.6177, 11.8743, 31.2697, 0.017, -0.0885, -0.0408
Si, 17.8886, 9.3651, 29.7919, -0.0413, 0.0915, -0.0128
Si, 15.7294, 13.7251, 29.1013, -0.0645, 0.0308, -0.1719
Si, 24.7581, 12.2911, 30.2656, 0.0745, -0.0221, -0.1737
Si, 16.7759, 2.4708, 28.8333, 0.1233, -0.1503, -0.1178
Si, 22.1109, 14.3489, 35.9579, -0.0271, 0.0663, 0.0485
Si, 25.4353, 1.9955, 34.641, -0.0481, -0.0378, 0.0823
Si, 10.7025, 12.9429, 29.8496, -0.0424, -0.0684, -0.1365
Si, 28.73, 14.799, 30.4029, -0.169, 0.0356, -0.1304
Si, 33.1166, 3.8936, 33.1012, 0.0147, -0.1016, 0.0193
Si, 35.7254, 4.8503, 34.1017, -0.0215, -0.0172, 0.0341
Si, 26.4166, 13.9398, 32.341, 0.0457, -0.0997, 0.0529
Si, 20.861, 8.627, 29.3976, 0.1133, -0.0478, -0.1103
Si, 15.2746, 5.4479, 32.0486, 0.0502, -0.0714, -0.037
Si, 33.1025, 16.1418, 33.7179, 0.0438, 0.0485, 0.0556
Si, 12.3206, 8.9465, 30.1013, 0.0013, 0.0663, -0.1523
Si, 26.9756, 2.6137, 29.5115, 0.0081, -0.0326, -0.0756
Si, 33.6382, 8.5651, 30.7877, -0.0252, 0.1157, -0.2301
Si, 33.9309, 15.0105, 36.4584, -0.0788, 0.053, 0.0671
Si, 9.4477, 1.4244, 30.0834, 0.1238, -0.0158, -0.0708
Si, 35.6633, 6.6729, 31.8366, -0.0326, 0.0242, 0.0459
Si, 3.4887, 16.1881, 29.4105, 0.0208, 0.0461, -0.1002
Si, 12.936, 14.8626, 29.8515, 0.04, 0.1216, -0.1477
Si, 4.2734, 5.835, 36.9022, -0.0218, 0.0439, 0.2021
Si, 14.2128, 6.683, 35.9822, 0.0024, 0.0647, 0.0751
Si, 10.0183, 11.6436, 36.8029, 0.1061, -0.0026, 0.1338
Si, 7.1299, 16.4131, 32.9427, 0.0517, -0.1371, -0.1079
Si, 20.5294, 2.2129, 35.9548, 0.0031, -0.0774, 0.0032
Si, 9.5697, 9.9326, 34.2231, -0.0945, 0.087, 0.061
Si, 12.8079, 2.5787, 34.0049, -0.0473, -0.0268, 0.0082
Si, 27.5426, 12.4657, 34.7467, 0.0609, 0.0812, -0.0044
Si, 4.8374, 15.3255, 34.4225, 0.0132, -0.1055, 0.041
Si, 8.3585, 15.0224, 29.6342, -0.0498, 0.0173, -0.0822
Si, 11.1195, 11.9225, 32.5988, -0.0084, 0.0858, -0.062
Si, 23.3973, 2.6697, 36.6924, -0.0329, 0.1052, 0.1546
Si, 19.7817, 14.0466, 33.97, -0.0072, -0.0411, 0.0453
Si, 16.6658, 5.005, 36.1189, -0.0615, -0.0534, 0.071
Si, 24.6635, 2.7497, 31.6763, 0.0198, -0.06, -0.0823
Si, 12.3418, 1.2135, 31.4182, 0.0054, -0.0269, -0.1105
Si, 23.9828, 8.3794, 36.6091, 0.0125, -0.0651, 0.0804
Si, 11.3591, 13.7582, 34.9144, -0.0914, -0.0219, 0.1651
Si, 17.5799, 9.3114, 35.4996, -0.036, 0.1178, 0.2644
Si, 31.1275, 7.2232, 30.2725, -0.1418, -0.0422, 0.0679
Si, 32.071, 6.4278, 34.2495, -0.101, 0.0113, 0.1244
Si, 24.359, 15.578, 34.1578, 0.0335, -0.0302, -0.0241
Si, 30.2312, 12.791, 35.9088, -0.1167, -0.1388, 0.0672
Si, 31.4995, 5.4064, 37.0121, -0.0717, -0.0027, 0.1138
Si, 29.8666, 7.3294, 32.8094, -0.0004, -0.0681, 0.0467
Si, 21.9267, 13.2702, 29.1901, 0.0553, 0.0232, -0.1613
Si, 19.9209, 4.7953, 32.1484, 0.0707, 0.0115, 0.0075
Si, 29.3869, 3.2617, 37.1802, -0.0508, 0.1115, 0.0707
Si, 1.2911, 14.9484, 5.561, 0.0087, 0.0027, -0.0039
Si, 4.0177, 1.4077, 5.552, -0.007, 0.002, 0.0077
Si, 1.3541, 4.1167, 5.541, -0.0032, -0.0259, -0.0005
Si, 4.039, 6.8268, 5.4536, -0.0232, -0.0142, -0.0213
Si, 1.3729, 9.5041, 5.5469, 0.0075, -0.0115, -0.008
Si, 4.0257, 12.208, 5.5234, -0.0054, -0.0214, -0.0103
Si, 6.7872, 14.9824, 5.4886, 0.0099, -0.0148, -0.0079
Si, 9.5188, 1.386, 5.3718, -0.0176, 0.0084, -0.0198
Si, 6.7859, 4.1284, 5.4366, 0.0052, -0.0375, -0.0082
Si, 9.5227, 6.8154, 5.3619, -0.0109, -0.0061, -0.0147
Si, 6.7987, 9.482, 5.4288, 0.0149, 0.0092, -0.0085
Si, 9.531, 12.2225, 5.4114, -0.0063, -0.0007, -0.0005
Si, 12.2791, 14.932, 5.3417, -0.0003, -0.0384, -0.0042
Si, 14.9913, 1.339, 5.372, -0.003, 0.005, -0.0059
Si, 12.2821, 4.1073, 5.3351, 0.0039, 0.0034, -0.0065
Si, 14.984, 6.8127, 5.301, -0.0157, -0.0028, -0.0097
Si, 12.2736, 9.5201, 5.3403, -0.0022, -0.0141, -0.0143
Si, 14.9701, 12.2458, 5.2977, -0.0086, 0.0209, -0.0151
Si, 17.7216, 14.9297, 5.3476, 0.0028, 0.0097, -0.011
Si, 20.3949, 1.3505, 5.4161, 0.0141, 0.0066, -0.005
Si, 17.7053, 4.0666, 5.377, 0.0068, -0.0036, -0.0148
Si, 20.4413, 6.7863, 5.4376, 0.0154, 0.0076, 0.0012
Si, 17.7097, 9.523, 5.3491, -0.0089, 0.0081, -0.0079
Si, 20.4404, 12.2032, 5.3636, 0.002, 0.0121, -0.0171
Si, 23.1322, 14.9418, 5.4501, -0.0036, -0.0101, -0.0038
Si, 25.858, 1.3216, 5.4823, -0.0071, -0.0033, -0.019
Si, 23.1292, 4.0834, 5.4891, 0.0125, 0.0239, 0.0012
Si, 25.8259, 6.8077, 5.5535, -0.0167, 0.0028, 0.0049
Si, 23.1236, 9.5221, 5.4736, -0.0004, 0.0173, -0.0101
Si, 25.8333, 12.2349, 5.5532, 0.0127, 0.022, -0.0057
Si, 28.5427, 14.9477, 5.5805, 0.0081, 0.0228, -0.0105
Si, 31.2671, 1.3854, 5.6418, -0.0011, 0.0109, 0.0267
Si, 28.5477, 4.0494, 5.5799, 0.0026, 0, -0.0072
Si, 31.2576, 6.7994, 5.6048, 0.0004, -0.0071, 0.0053
Si, 28.5355, 9.5309, 5.5735, -0.0047, 0.0084, 0.0098
Si, 31.2584, 12.2574, 5.546, -0.0004, 0.0139, -0.0075
Si, 2.6736, 16.3296, 6.8831, -0.0021, 0.0201, -0.0014
Si, 5.4386, 2.7652, 6.8338, -0.0004, 0.0078, -0.0107
Si, 2.717, 5.4782, 6.8692, 0.0041, 0.0024, -0.0015
Si, 5.4331, 8.1525, 6.8127, 0.0102, 0.0051, -0.0038
Si, 2.6989, 10.8722, 6.9109, -0.0153, 0.0126, 0.0055
Si, 5.4246, 13.5931, 6.8273, 0.0155, 0.0053, -0.0082
Si, 8.1746, 0.0379, 6.7874, -0.0019, -0.0114, 0.0022
Si, 10.895, 2.7526, 6.7114, -0.0031, 0.015, -0.0073
Si, 8.1695, 5.4729, 6.7709, -0.0062, 0.0161, -0.0047
Si, 10.8903, 8.1759, 6.7153, 0.002, 0.0107, 0.0097
Si, 8.1541, 10.8714, 6.7716, 0.0054, 0.0054, -0.0005
Si, 10.903, 13.6008, 6.7367, -0.0027, 0.0028, -0.0041
Si, 13.6167, 16.301, 6.7215, 0.017, 0.0086, 0.004
Si, 16.3382, 2.7117, 6.7361, -0.0167, -0.0034, 0.0059
Si, 13.6332, 5.4605, 6.7037, 0.0067, -0.0085, 0.0013
Si, 16.335, 8.1595, 6.6993, 0.005, -0.0045, -0.0021
Si, 13.6261, 10.8891, 6.6981, -0.0112, 0.0058, 0.0046
Si, 16.3273, 13.5904, 6.6975, -0.0077, 0.0004, -0.0053
Si, 19.0441, 16.2937, 6.7544, 0.0044, -0.0072, 0.0036
Si, 21.7568, 2.7009, 6.8003, -0.0065, -0.0051, -0.0061
Si, 19.0571, 5.4201, 6.7608, 0.0072, -0.0083, 0.0015
Si, 21.7664, 8.1551, 6.818, -0.0003, -0.011, 0.0006
Si, 19.0636, 10.868, 6.736, 0.0088, -0.0152, -0.0046
Si, 21.76, 13.5727, 6.776, -0.0043, 0.0052, -0.004
Si, 24.4863, 16.2936, 6.8321, 0.0012, -0.0103, -0.0097
Si, 27.1846, 2.6767, 6.8924, 0.0189, -0.0109, -0.0027
Si, 24.4684, 5.4334, 6.8767, -0.0062, 0.0008, -0.0002
Si, 27.1829, 8.1624, 6.9121, -0.011, 0.0092, -0.0101
Si, 24.4719, 10.8594, 6.8671, 0.0098, -0.0125, 0.0021
Si, 27.1945, 13.5815, 6.916, -0.0049, -0.0118, 0.001
Si, 29.8824, 16.3283, 6.9381, -0.0189, 0.0403, -0.0106
Si, 32.6651, 2.7438, 6.9298, 0.0101, -0.039, -0.0074
Si, 29.9067, 5.4179, 6.9304, 0.0095, -0.0116, -0.0076
Si, 32.639, 8.1662, 6.9134, 0.0068, 0.0093, 0.0033
Si, 29.9149, 10.886, 6.9059, -0.0014, -0.0036, -0.0086
Si, 32.6002, 13.5981, 6.9293, -0.0025, -0.0019, -0.0047
Si, 1.3572, 1.3653, 8.2726, -0.0009, 0.0118, 0.0182
Si, 4.0794, 4.1063, 8.2094, 0.0073, -0.0025, 0.0087
Si, 1.3579, 6.8063, 8.2539, -0.005, -0.0063, 0.0048
Si, 4.0906, 9.5089, 8.2105, 0.0127, 0.0174, 0.0038
Si, 1.3364, 12.2348, 8.2587, -0.0087, -0.0139, 0.0025
Si, 4.0646, 14.9574, 8.1965, -0.0107, -0.0116, -0.0124
Si, 6.8003, 1.3788, 8.1614, 0.0097, 0.005, 0.0032
Si, 9.5294, 4.0898, 8.1056, -0.0091, -0.0171, -0.0013
Si, 6.7985, 6.7991, 8.1609, -0.0069, -0.0149, 0.0113
Si, 9.5264, 9.5135, 8.1128, -0.0106, -0.0141, 0.0043
Si, 6.8016, 12.2314, 8.1572, 0.0079, 0.0012, -0.0009
Si, 9.5371, 14.9656, 8.1107, 0.0075, 0.0077, 0.0026
Si, 12.2451, 1.3636, 8.069, -0.0032, -0.0144, -0.0084
Si, 14.9712, 4.0851, 8.0811, 0.0049, 0.0042, 0.0009
Si, 12.2506, 6.8062, 8.0727, -0.0067, -0.0088, -0.0009
Si, 14.9768, 9.5236, 8.0687, 0.008, 0.0009, 0.0002
Si, 12.2566, 12.231, 8.0871, 0.0018, -0.0011, 0.0063
Si, 14.9764, 14.9466, 8.0839, -0.0036, -0.0034, 0.0036
Si, 17.688, 1.3476, 8.1069, 0.0008, 0.0039, 0.0006
Si, 20.4055, 4.072, 8.148, 0.0038, 0.0077, 0.0015
Si, 17.6826, 6.797, 8.0894, -0.0147, -0.0022, 0.0005
Si, 20.3937, 9.5183, 8.1427, -0.0068, -0.0096, 0.0079
Si, 17.6906, 12.2388, 8.0787, 0.0087, 0.0117, -0.0086
Si, 20.4085, 14.9471, 8.1281, -0.0009, 0.01, -0.0001
Si, 23.1232, 1.3481, 8.1694, -0.0005, 0.0041, -0.0027
Si, 25.8336, 4.0665, 8.2228, -0.0138, -0.0033, -0.0053
Si, 23.1157, 6.8072, 8.2053, 0.0193, 0.0138, -0.0007
Si, 25.8277, 9.5207, 8.249, 0.0062, 0.0042, 0.0105
Si, 23.1087, 12.2386, 8.1822, -0.0038, -0.0088, 0.0028
Si, 25.8333, 14.9583, 8.2324, 0.0145, 0.0187, 0.0052
Si, 28.5374, 1.3585, 8.2851, -0.013, -0.0209, 0.0166
Si, 31.2812, 4.0781, 8.2784, -0.0087, -0.0021, 0.0024
Si, 28.5519, 6.7992, 8.2586, 0.0041, 0.0098, -0.0062
Si, 31.2791, 9.5296, 8.2591, 0.0129, 0.0185, -0.0052
Si, 28.5579, 12.2317, 8.2676, -0.0012, 0.0054, 0.0058
Si, 31.2554, 14.9681, 8.276, 0.0064, -0.0085, 0.0032
Si, 32.6273, 16.3266, 9.6182, -0.004, 0.0164, 0.0033
Si, 2.7281, 2.742, 9.587, 0.0065, -0.0192, 0.0024
Si, 32.6398, 5.4485, 9.6161, 0.0066, -0.0039, 0.0024
Si, 2.724, 8.17, 9.5888, -0.0001, -0.0028, 0.0039
Si, 32.6295, 10.8821, 9.623, -0.0095, 0.0097, 0.0137
Si, 2.7104, 13.609, 9.5797, -0.005, 0.0066, 0.0026
Si, 5.434, 16.3346, 9.5284, 0.012, 0.0036, -0.0017
Si, 8.1668, 2.7431, 9.4978, -0.0014, 0.0068, 0.0065
Si, 5.4428, 5.459, 9.5528, 0.0056, 0.0037, 0.0061
Si, 8.1592, 8.1714, 9.4973, -0.0016, 0.0169, 0.004
Si, 5.4424, 10.8885, 9.544, 0.0052, -0.0015, 0.0089
Si, 8.1649, 13.6134, 9.487, -0.002, 0.0009, 0.0019
Si, 10.8893, 16.3352, 9.4612, -0.0095, 0.0066, 0.0026
Si, 13.6018, 2.7225, 9.4378, -0.0015, 0.0106, 0.0031
Si, 10.8877, 5.454, 9.4558, 0.0012, 0.0068, 0.006
Si, 13.6063, 8.1684, 9.4371, -0.0053, 0.0053, 0.0013
Si, 10.8836, 10.885, 9.4606, -0.0002, 0.0089, 0.0033
Si, 13.6092, 13.5956, 9.4504, 0.0055, -0.0014, 0.0009
Si, 16.3234, 16.3093, 9.4581, -0.0034, 0.0005, 0.0041
Si, 19.0442, 2.7028, 9.4861, 0.0046, -0.0106, -0.0002
Si, 16.3262, 5.438, 9.4545, -0.0011, -0.0045, 0.0035
Si, 19.0348, 8.1463, 9.4789, 0.0026, 0.0063, 0.0049
Si, 16.3325, 10.8774, 9.4435, 0.0039, -0.0138, 0.0019
Si, 19.0416, 13.5874, 9.4711, -0.006, 0.0025, 0.003
Si, 21.766, 16.2996, 9.5113, 0.0042, -0.0151, 0.0011
Si, 24.4751, 2.6994, 9.5583, 0.004, -0.005, 0.0031
Si, 21.7575, 5.4265, 9.529, -0.0055, -0.001, 0.0003
Si, 24.4778, 8.1469, 9.5817, -0.0055, -0.0061, 0.0028
Si, 21.7557, 10.8661, 9.5213, -0.0051, 0.0055, 0.0017
Si, 24.4744, 13.584, 9.5611, -0.0022, -0.0002, 0.0005
Si, 27.1873, 16.3037, 9.6138, -0.0052, 0.0147, 0.01
Si, 29.918, 2.7152, 9.6227, 0.0018, -0.0075, -0.0009
Si, 27.1956, 5.4238, 9.5921, 0.0039, -0.0131, 0
Si, 29.9198, 8.1599, 9.6067, 0.0018, -0.0056, -0.0014
Si, 27.1987, 10.869, 9.607, 0.0033, -0.0113, 0.0032
Si, 29.9116, 13.5959, 9.625, -0.0073, 0.0044, 0.0014
Si, 1.3543, 14.9606, 10.9555, -0.003, -0.0028, -0.0019
Si, 4.0813, 1.3625, 10.9202, -0.0011, 0.0078, 0.0067
Si, 1.3589, 4.0832, 10.9597, -0.0008, -0.0093, 0.0026
Si, 4.0776, 6.8027, 10.9316, 0.0047, -0.0055, 0.0006
Si, 1.3592, 9.5202, 10.9586, 0.0021, 0.0031, 0.0012
Si, 4.0729, 12.2392, 10.9167, 0.0038, -0.0029, -0.0005
Si, 6.7947, 14.9613, 10.8678, 0.0022, -0.0099, 0.0002
Si, 9.5195, 1.3629, 10.8391, -0.0048, -0.0059, -0.0026
Si, 6.8001, 4.0826, 10.8848, -0.0049, -0.0119, 0.0024
Si, 9.5173, 6.7981, 10.8377, -0.0081, -0.013, -0.0002
Si, 6.7977, 9.5189, 10.8834, 0.0078, 0.0011, 0.0035
Si, 9.5182, 12.2408, 10.836, 0.0045, -0.0035, 0.0003
Si, 12.2439, 14.9613, 10.8125, 0.0046, 0.0002, -0.0022
Si, 14.9581, 1.3591, 10.8053, 0.0008, -0.0049, -0.0056
Si, 12.2382, 4.079, 10.8091, -0.007, -0.0093, -0.0058
Si, 14.9589, 6.8023, 10.8061, 0.0025, -0.0007, -0.0021
Si, 12.2407, 9.5183, 10.8134, -0.0021, -0.0046, -0.0006
Si, 14.9687, 12.2346, 10.8091, -0.0021, 0.0084, -0.0035
Si, 17.6868, 14.9553, 10.8247, 0.0026, 0.0087, -0.0006
Si, 20.4107, 1.3527, 10.8567, -0.0017, 0.0126, 0.0001
Si, 17.6838, 4.0786, 10.8267, 0.0005, 0.0055, -0.0004
Si, 20.3986, 6.8008, 10.8607, -0.0042, -0.0046, -0.0009
Si, 17.681, 9.52, 10.824, -0.0023, 0.0011, 0.0014
Si, 20.3999, 12.24, 10.8561, 0.0007, -0.0025, -0.0003
Si, 23.1249, 14.9582, 10.8995, -0.0014, 0.0113, 0
Si, 25.8369, 1.3603, 10.9438, 0.001, -0.0081, 0.005
Si, 23.1246, 4.0753, 10.8983, 0.0018, 0.0107, -0.0026
Si, 25.8451, 6.7916, 10.9407, -0.0046, 0.013, 0.0009
Si, 23.12, 9.524, 10.9051, 0.0023, -0.0024, 0.003
Si, 25.8421, 12.2417, 10.9397, 0.0042, 0.005, 0.0023
Si, 28.5575, 14.9565, 10.9741, -0.0067, 0.0027, 0.0078
Si, 31.2746, 1.3594, 10.9808, -0.0062, -0.0082, 0.0105
Si, 28.5617, 4.0824, 10.9643, 0.0094, 0.0075, 0.0003
Si, 31.2793, 6.8065, 10.9694, 0.0029, 0.0024, 0.0056
Si, 28.5647, 9.5162, 10.9652, -0.0054, 0.0116, 0.0037
Si, 31.2759, 12.242, 10.9796, 0.0024, -0.0046, 0.0023
Si, 2.712, 16.334, 12.2954, -0.0005, 0.0027, -0.0039
Si, 5.434, 2.7339, 12.2637, 0.0176, 0.0024, 0.0042
Si, 2.7125, 5.4529, 12.3055, 0.0015, 0.0065, 0.0003
Si, 5.4295, 8.1784, 12.2685, -0.0014, 0.0095, 0.0026
Si, 2.7124, 10.8942, 12.3007, -0.0011, 0.0065, 0.0024
Si, 5.4282, 13.616, 12.2533, 0.0003, 0.0075, 0.0001
Si, 8.149, 16.3333, 12.2143, 0.0009, 0.0123, 0.0022
Si, 10.8731, 2.7321, 12.1877, 0.0017, 0.0067, 0.0022
Si, 8.1512, 5.4564, 12.2251, -0.0012, 0.0032, 0.0016
Si, 10.8712, 8.168, 12.1844, -0.0017, 0.0044, -0.0027
Si, 8.1505, 10.8956, 12.2191, -0.0071, 0.004, -0.0003
Si, 10.8745, 13.6105, 12.183, -0.005, 0.0071, -0.003
Si, 13.5984, 16.3238, 12.1717, -0.0003, 0.0031, 0
Si, 16.3201, 2.7132, 12.1716, -0.0058, -0.002, -0.0015
Si, 13.5948, 5.4412, 12.1659, -0.0042, -0.0006, -0.0021
Si, 16.3183, 8.1582, 12.1739, -0.0016, 0.0026, -0.0002
Si, 13.5991, 10.8816, 12.1693, 0.0045, -0.0018, -0.0011
Si, 16.3253, 13.5941, 12.1754, 0.0023, -0.0038, -0.0019
Si, 19.0501, 16.3061, 12.1972, 0.0006, -0.0105, 0.0016
Si, 21.771, 2.7042, 12.2367, 0.0043, -0.0065, 0.0003
Si, 19.0441, 5.4308, 12.2022, 0.0047, -0.0055, 0.0014
Si, 21.7665, 8.1473, 12.2369, -0.0044, -0.0001, -0.0002
Si, 19.045, 10.8699, 12.1975, 0.0029, -0.0037, 0.001
Si, 21.7687, 13.5845, 12.233, -0.0041, -0.0043, -0.0005
Si, 24.4887, 16.3044, 12.2803, 0.0001, 0.0013, 0.005
Si, 27.2104, 2.7091, 12.309, -0.0069, -0.0014, -0.0014
Si, 24.4899, 5.4205, 12.2772, 0.0013, -0.0143, 0.0051
Si, 27.2096, 8.146, 12.3085, 0.0088, -0.0188, 0.0011
Si, 24.4908, 10.8671, 12.2781, -0.0082, -0.0066, 0.0014
Si, 27.2061, 13.5871, 12.3166, 0.0019, 0.0016, 0.0009
Si, 29.923, 16.3125, 12.3346, 0.001, 0.0052, 0.0004
Si, 32.6371, 2.7264, 12.3257, 0.0028, -0.0012, -0.0021
Si, 29.9232, 5.4409, 12.3247, -0.0108, -0.0069, 0.0034
Si, 32.6377, 8.1663, 12.3247, 0.0022, -0.0011, -0.0009
Si, 29.922, 10.8755, 12.3306, 0.0009, 0.0018, 0.003
Si, 32.6391, 13.605, 12.3275, -0.0018, 0.0008, 0.0045
Si, 33.9908, 1.3594, 13.6769, 0.002, -0.0015, 0.0015
Si, 4.0656, 4.0799, 13.6456, -0.0011, -0.0147, 0.0002
Si, 33.9891, 6.803, 13.6805, -0.0008, -0.0056, 0.0035
Si, 4.0613, 9.5245, 13.6489, 0.0054, -0.0056, 0.0019
Si, 33.9933, 12.2419, 13.682, 0, -0.0027, 0.0034
Si, 4.0633, 14.9606, 13.6399, 0.0024, -0.0037, 0.0007
Si, 6.7847, 1.3578, 13.6023, -0.0029, -0.0084, 0.001
Si, 9.5038, 4.0799, 13.5641, -0.0016, -0.006, -0.0005
Si, 6.7803, 6.802, 13.6056, 0.003, -0.0085, -0.0014
Si, 9.5021, 9.5184, 13.5578, 0.0034, -0.0002, -0.0007
Si, 6.7778, 12.2411, 13.5967, 0.0053, -0.0043, 0.0002
Si, 9.5048, 14.9599, 13.5563, -0.0014, -0.0113, -0.0052
Si, 12.2313, 1.3615, 13.5331, -0.0046, -0.001, -0.0023
Si, 14.956, 4.0768, 13.5204, 0.0069, 0.0008, -0.0054
Si, 12.2264, 6.7957, 13.5292, 0.0003, -0.0066, -0.0039
Si, 14.9571, 9.52, 13.5274, -0.0023, -0.0037, -0.0009
Si, 12.2329, 12.2412, 13.5297, 0.0001, -0.0002, -0.0056
Si, 14.9622, 14.9603, 13.524, -0.0007, 0.0036, -0.0038
Si, 17.6878, 1.358, 13.5348, 0.0018, 0.0079, -0.0037
Si, 20.4157, 4.0824, 13.5712, -0.0036, 0.0044, -0.0028
Si, 17.6841, 6.8044, 13.5392, -0.0034, -0.0018, -0.0045
Si, 20.4122, 9.5225, 13.5705, 0.0012, 0.0024, -0.0005
Si, 17.6888, 12.2402, 13.5404, -0.0029, 0.0018, -0.0014
Si, 20.4152, 14.9568, 13.5704, 0.0048, 0.0068, -0.0019
Si, 23.139, 1.3603, 13.6156, -0.0042, 0.0039, 0.0008
Si, 25.8589, 4.0772, 13.6538, 0.0056, 0.0079, 0.0008
Si, 23.137, 6.7999, 13.6104, -0.0014, 0.0065, -0.0011
Si, 25.8575, 9.5173, 13.652, 0.002, 0.0066, -0.0011
Si, 23.1372, 12.2408, 13.6122, -0.0018, 0.0088, 0.0014
Si, 25.8572, 14.9599, 13.6575, -0.0034, 0.0067, 0.0045
Si, 28.5722, 1.3599, 13.6847, 0.0001, -0.0027, 0.0032
Si, 31.2796, 4.0838, 13.6904, 0.0035, 0.0021, 0.0012
Si, 28.5714, 6.8009, 13.684, 0.002, 0.007, 0.0064
Si, 31.2836, 9.523, 13.6935, 0.0012, 0.0007, 0.0028
Si, 28.5716, 12.2381, 13.6874, -0.0081, -0.0026, 0.0055
Si, 31.2838, 14.9572, 13.6982, -0.0044, 0.0041, 0.0038
Si, 32.6387, 16.3229, 15.058, 0.0013, 0.0056, 0.0008
Si, 2.6992, 2.7334, 15.0259, 0.0001, 0.0049, 0.0001
Si, 32.629, 5.4495, 15.0543, -0.0033, -0.0013, 0.0001
Si, 2.6932, 8.1804, 15.0316, 0.0016, 0.0025, -0.0037
Si, 32.6355, 10.887, 15.058, -0.0021, 0.0022, -0.0037
Si, 2.7039, 13.6157, 15.0316, 0.0059, 0.0049, -0.0011
Si, 5.4116, 16.3368, 14.9834, 0.0071, 0.0063, -0.0008
Si, 8.1356, 2.7336, 14.9423, 0.0009, 0.006, 0.0034
Si, 5.4091, 5.4611, 14.9889, 0.0071, 0.0117, 0.0038
Si, 8.1311, 8.1789, 14.942, -0.0045, 0.0054, 0.0019
Si, 5.4115, 10.902, 14.9886, -0.0028, 0.0104, -0.0015
Si, 8.1326, 13.6152, 14.9324, -0.0003, 0.0093, -0.0008
Si, 10.8636, 16.3294, 14.8978, -0.0021, 0.0076, -0.0043
Si, 13.594, 2.7228, 14.8823, -0.0007, -0.0018, 0.0017
Si, 10.8582, 5.4523, 14.9042, 0.0026, 0.0002, -0.0023
Si, 13.5881, 8.1585, 14.874, -0.0066, -0.004, -0.0019
Si, 10.861, 10.8897, 14.8922, -0.0016, -0.0009, -0.0034
Si, 13.5963, 13.6036, 14.8778, 0.0059, 0.0043, -0.0033
Si, 16.3289, 16.3137, 14.8823, -0.0034, -0.004, -0.005
Si, 19.0552, 2.7091, 14.9004, -0.0007, -0.0075, 0.0006
Si, 16.3206, 5.434, 14.8736, -0.0069, -0.0048, -0.0022
Si, 19.0532, 8.1548, 14.9062, 0.0033, 0.0006, -0.0057
Si, 16.3251, 10.8772, 14.8817, 0.0054, 0.0031, -0.0038
Si, 19.0582, 13.5877, 14.9082, 0.0039, -0.0033, -0.0047
Si, 21.7855, 16.3008, 14.9427, -0.0035, -0.0033, -0.0005
Si, 24.5107, 2.7019, 14.9949, 0.0028, -0.0033, 0
Si, 21.7825, 5.4302, 14.9485, 0.0039, -0.0093, 0.0028
Si, 24.5043, 8.1431, 14.9915, -0.0078, -0.011, -0.0018
Si, 21.7818, 10.8664, 14.9454, -0.0006, -0.0099, 0.0014
Si, 24.5069, 13.5809, 14.9925, 0.0007, -0.0031, 0.0029
Si, 27.226, 16.3054, 15.0342, 0.0009, 0.0036, -0.0016
Si, 29.9318, 2.7163, 15.056, -0.0026, 0.0017, -0.003
Si, 27.2194, 5.4282, 15.0317, -0.0071, -0.0167, 0.0028
Si, 29.9295, 8.1588, 15.0542, -0.0012, -0.004, -0.0022
Si, 27.2217, 10.8635, 15.0322, -0.0021, -0.0055, 0.0012
Si, 29.9328, 13.5912, 15.062, 0.0044, -0.0028, 0.0013
Si, 33.9882, 14.9604, 16.4252, 0.001, -0.0063, 0.0067
Si, 4.0459, 1.3604, 16.3735, 0.0035, -0.003, -0.0058
Si, 33.9784, 4.082, 16.4102, 0.0097, -0.0058, -0.0032
Si, 4.0399, 6.8085, 16.3765, -0.0059, -0.0015, -0.0001
Si, 33.9789, 9.5267, 16.4281, -0.0012, -0.0009, 0.0054
Si, 4.0494, 12.2438, 16.3841, 0.0045, -0.0017, 0.0052
Si, 6.7641, 14.9579, 16.3163, -0.0038, -0.0041, -0.005
Si, 9.4957, 1.3552, 16.2721, 0.0111, -0.011, 0
Si, 6.7634, 4.0825, 16.3197, 0.0056, -0.0154, -0.0035
Si, 9.4871, 6.8037, 16.2751, 0.0017, -0.011, 0.0021
Si, 6.7617, 9.5251, 16.3246, 0.0028, -0.006, -0.0001
Si, 9.491, 12.2379, 16.261, -0.001, -0.0046, -0.006
Si, 12.2315, 14.9625, 16.2328, -0.0049, -0.001, -0.0054
Si, 14.9646, 1.3581, 16.2258, 0.0054, 0.0009, -0.0017
Si, 12.2246, 4.0821, 16.2361, -0.0053, 0.0018, -0.0049
Si, 14.9545, 6.7948, 16.2157, 0.0081, -0.0034, -0.0075
Si, 12.2184, 9.5151, 16.2258, 0.0049, 0.0044, -0.007
Si, 14.963, 12.2419, 16.2241, -0.0049, -0.0038, -0.0039
Si, 17.6971, 14.9583, 16.2407, -0.0022, 0.0053, 0.0005
Si, 20.4248, 1.3563, 16.2643, 0.0082, 0.006, -0.0071
Si, 17.6921, 4.0832, 16.2288, -0.0023, 0.0069, -0.0098
Si, 20.4222, 6.8097, 16.2768, -0.0105, 0.0096, 0.0015
Si, 17.695, 9.5275, 16.2406, -0.0047, -0.0045, -0.0001
Si, 20.425, 12.2386, 16.2787, -0.0031, 0.0072, 0.0023
Si, 23.1523, 14.9557, 16.3223, -0.004, 0.0125, -0.0052
Si, 25.8761, 1.3543, 16.3792, 0.0015, -0.0044, 0.0048
Si, 23.1573, 4.0851, 16.3211, -0.0031, -0.0028, -0.0036
Si, 25.8671, 6.7984, 16.3779, 0.0054, 0.0079, 0.0036
Si, 23.1478, 9.5195, 16.3225, 0.0039, 0.0091, -0.0023
Si, 25.8698, 12.2319, 16.3759, -0.0018, 0.0023, -0.0006
Si, 28.5822, 14.9553, 16.421, -0.0132, 0.0121, 0.0037
Si, 31.2851, 1.3584, 16.4328, 0.0037, -0.0031, 0.0062
Si, 28.5797, 4.0813, 16.4141, 0.0008, 0.0042, 0.0009
Si, 31.2801, 6.8086, 16.4337, -0.005, -0.0003, 0.0001
Si, 28.5812, 9.5199, 16.4186, 0.0034, -0.0009, 0.0007
Si, 31.2866, 12.2374, 16.4416, 0.0022, -0.0067, 0.0031
Si, 2.6971, 16.3369, 17.78, 0.0104, 0.0114, 0.0044
Si, 5.3899, 2.7487, 17.7062, 0.0037, 0.001, 0.0011
Si, 2.6695, 5.4684, 17.7654, -0.0027, -0.007, -0.0052
Si, 5.3841, 8.1942, 17.715, 0.0049, -0.0021, -0.0033
Si, 2.6861, 10.904, 17.7842, 0.0053, 0.0038, -0.0078
Si, 5.4061, 13.6225, 17.719, 0.0024, 0.0041, -0.0062
Si, 8.1208, 16.3319, 17.6448, -0.0105, -0.0059, 0.0027
Si, 10.8657, 2.7242, 17.5974, -0.0042, 0.0096, 0.0006
Si, 8.1173, 5.4587, 17.6518, -0.007, 0.0089, 0.0047
Si, 10.8491, 8.1797, 17.6012, 0.0161, 0.0098, 0
Si, 8.1253, 10.9012, 17.6486, 0.0015, 0.0105, -0.004
Si, 10.8591, 13.608, 17.5822, 0.003, 0.0029, -0.0065
Si, 13.6055, 16.3154, 17.5774, -0.004, 0.0032, -0.0028
Si, 16.3346, 2.7195, 17.5682, -0.0018, -0.0059, -0.0074
Si, 13.5882, 5.4482, 17.5731, 0.0049, -0.0044, -0.0005
Si, 16.3261, 8.1509, 17.5553, -0.0094, 0.002, -0.0091
Si, 13.592, 10.8736, 17.5539, -0.0034, -0.0009, -0.0138
Si, 16.3371, 13.5903, 17.5782, 0.0005, 0.0033, -0.0094
Si, 19.0689, 16.3084, 17.5988, 0.0027, -0.0014, -0.0016
Si, 21.7979, 2.6984, 17.6301, -0.0107, -0.0077, -0.0038
Si, 19.0528, 5.4355, 17.5925, -0.0075, -0.0233, 0.005
Si, 21.7831, 8.1588, 17.6577, 0.0106, -0.0051, -0.0006
Si, 19.0596, 10.8754, 17.6131, 0.0077, -0.0045, -0.0011
Si, 21.7965, 13.5806, 17.6507, 0.0092, -0.0014, -0.002
Si, 24.526, 16.285, 17.7073, -0.0023, 0.0035, 0.0041
Si, 27.2352, 2.7038, 17.7666, 0.0069, 0.0031, -0.0039
Si, 24.5104, 5.4279, 17.7196, -0.0038, -0.012, 0.0061
Si, 27.2285, 8.1448, 17.7648, -0.0054, -0.0045, -0.0044
Si, 24.514, 10.8552, 17.7102, -0.0064, -0.0017, -0.0029
Si, 27.2333, 13.5711, 17.7663, -0.0001, -0.0077, -0.0024
Si, 29.9407, 16.3073, 17.8052, 0.0023, -0.002, -0.0021
Si, 32.6357, 2.7255, 17.8028, 0.0014, 0.0207, 0
Si, 29.9271, 5.4427, 17.7976, 0.0015, -0.0055, -0.0063
Si, 32.6178, 8.1776, 17.816, 0.0047, -0.0021, -0.0053
Si, 29.9352, 10.8686, 17.8105, -0.0072, 0.0007, -0.009
Si, 32.6399, 13.6001, 17.8151, -0.0075, 0.0026, -0.0059
Si, 33.9831, 1.3647, 19.1808, 0.0125, -0.014, 0.0028
Si, 4.0232, 4.0969, 19.0997, -0.0038, 0.0054, -0.0116
Si, 33.961, 6.8121, 19.181, 0.0085, -0.003, -0.005
Si, 4.0339, 9.5366, 19.1352, -0.0071, -0.0018, 0.0089
Si, 33.9825, 12.2438, 19.2035, 0.0005, -0.0023, 0.014
Si, 4.0532, 14.9626, 19.1266, 0.0145, -0.0146, -0.0021
Si, 6.75, 1.3628, 19.0193, -0.003, 0.0087, -0.0114
Si, 9.494, 4.0753, 18.9562, 0.0229, -0.0219, 0.001
Si, 6.7397, 6.8089, 19.0279, 0.0042, 0.0018, -0.0033
Si, 9.4875, 9.5321, 18.9759, -0.0244, 0.0064, 0.0058
Si, 6.7688, 12.2439, 19.0417, -0.0015, -0.0047, -0.0043
Si, 9.4907, 14.9457, 18.9531, 0.0151, -0.0062, -0.0068
Si, 12.2461, 1.3607, 18.924, 0.0095, -0.011, 0.0027
Si, 14.9652, 4.0833, 18.8994, -0.0067, -0.0011, -0.016
Si, 12.2267, 6.8177, 18.921, -0.013, -0.013, 0.0035
Si, 14.9594, 9.5092, 18.8854, 0.003, -0.0057, -0.013
Si, 12.2284, 12.2309, 18.8952, 0.0091, -0.0154, -0.0079
Si, 14.9776, 14.9502, 18.9175, 0.0104, -0.0002, 0.007
Si, 17.7108, 1.3701, 18.9178, -0.022, 0.0093, 0.0009
Si, 20.429, 4.0773, 18.9345, 0.0165, 0.0023, -0.0141
Si, 17.6845, 6.8076, 18.9192, 0.001, 0.024, -0.0022
Si, 20.4237, 9.5358, 18.9901, -0.0124, 0.0023, 0.0067
Si, 17.6952, 12.2402, 18.9469, -0.0033, 0.008, 0.0094
Si, 20.4308, 14.9544, 18.9664, -0.0096, 0.0096, -0.0001
Si, 23.161, 1.3517, 19.0091, 0, 0.0082, -0.0134
Si, 25.8791, 4.0794, 19.1041, -0.001, -0.0118, 0.0056
Si, 23.1404, 6.8115, 19.0386, -0.0116, 0.0126, 0.002
Si, 25.8711, 9.5122, 19.105, 0.0058, -0.0002, -0.002
Si, 23.1549, 12.2316, 19.0344, -0.0015, 0.0006, -0.0043
Si, 25.8684, 14.9239, 19.1093, 0.0055, 0.0167, 0.0007
Si, 28.5893, 1.3536, 19.1641, -0.0072, -0.0017, 0.0104
Si, 31.2832, 4.092, 19.1752, -0.0146, -0.0014, -0.0053
Si, 28.5798, 6.8069, 19.1693, 0.0082, -0.007, -0.0012
Si, 31.2726, 9.5259, 19.2212, -0.0092, 0.0042, -0.003
Si, 28.5861, 12.2307, 19.1727, -0.0024, -0.001, -0.0047
Si, 31.2867, 14.9483, 19.1994, 0.0101, -0.0041, 0.0089
Si, 32.6442, 16.3112, 20.5745, -0.0373, -0.0004, -0.0091
Si, 2.6868, 2.7656, 20.5258, 0.0182, 0.0299, 0.0105
Si, 32.5938, 5.4704, 20.578, 0.004, -0.0024, -0.0052
Si, 2.6624, 8.1964, 20.5381, -0.0007, 0, -0.0078
Si, 32.622, 10.8919, 20.6094, 0.0023, 0.0005, -0.0083
Si, 2.7107, 13.6236, 20.5511, 0.0097, 0.0102, 0.0015
Si, 5.4162, 16.3529, 20.4445, -0.0002, 0.0062, 0.0053
Si, 8.1191, 2.7357, 20.3249, -0.006, 0.0044, 0.0174
Si, 5.3605, 5.492, 20.428, 0.0009, 0.0037, 0.0066
Si, 8.1033, 8.1895, 20.3367, -0.0095, -0.013, 0.0041
Si, 5.4071, 10.9248, 20.4538, 0.0128, 0.0143, 0.0016
Si, 8.1534, 13.6024, 20.3586, -0.0306, -0.0006, 0.0062
Si, 10.8722, 16.313, 20.2498, -0.0045, 0.0079, 0.0067
Si, 13.629, 2.7187, 20.2563, 0.0009, 0.0092, 0.0057
Si, 10.8689, 5.4508, 20.262, -0.0003, 0.0079, 0.0107
Si, 13.5978, 8.1828, 20.252, 0.0241, 0.0354, 0.0032
Si, 10.8725, 10.9086, 20.2811, 0.0314, 0.0172, 0.0061
Si, 13.6162, 13.5546, 20.2295, -0.0165, 0.0093, -0.0022
Si, 16.3572, 16.3192, 20.2458, -0.0055, -0.0055, 0.0018
Si, 19.0803, 2.7216, 20.2712, 0.0067, -0.0058, 0.0118
Si, 16.3085, 5.4524, 20.2442, -0.0118, -0.0368, 0.0036
Si, 19.0415, 8.1567, 20.2871, -0.0074, -0.0069, 0.0082
Si, 16.3208, 10.8421, 20.2413, -0.0121, -0.0072, -0.0056
Si, 19.0651, 13.5982, 20.3042, 0.0088, -0.02, 0.0074
Si, 21.8083, 16.2921, 20.3267, 0.0077, 0.0037, 0.0026
Si, 24.509, 2.6862, 20.4067, -0.0074, -0.0025, 0.0144
Si, 21.7537, 5.4256, 20.3252, -0.0159, -0.0329, 0.0074
Si, 24.4966, 8.1516, 20.4363, -0.0018, -0.0008, 0.0016
Si, 21.7789, 10.8925, 20.3734, 0.0144, 0.0122, 0.0041
Si, 24.514, 13.536, 20.4522, -0.0185, -0.0249, 0.0101
Si, 27.2347, 16.2663, 20.4874, 0.0034, -0.0105, 0.0041
Si, 29.9495, 2.7192, 20.5478, 0.0211, 0.0212, -0.003
Si, 27.2227, 5.431, 20.5118, 0.0024, -0.0009, 0
Si, 29.909, 8.1581, 20.5942, -0.0137, -0.0136, -0.0049
Si, 27.2249, 10.8495, 20.5103, -0.0033, -0.0107, -0.0075
Si, 29.9457, 13.5654, 20.5794, -0.0027, 0.0012, -0.0036
O, 34.9398, 15.4938, 28.549, 0.006, 0.086, 0.3821
O, 33.9084, 11.2472, 35.8198, -0.1304, -0.5203, 0.3063
O, 17.714, 1.3078, 29.4502, -0.2061, -0.1159, 0.4211
O, 36.2724, 5.1385, 35.5907, 0.1735, -0.0142, 0.011
O, 32.609, 7.3248, 30.8975, 0.3222, -0.3636, 0.4463
O, 4.8336, 7.1373, 28.5825, 0.3385, -0.2083, 0.3187
O, 7.6219, 7.7286, 37.7613, 0.4377, 0.1422, -0.2397
O, 4.4385, 12.2803, 28.6699, 0.2793, 0.1056, 0.3728
O, 29.5372, 5.26, 27.6348, 0.0576, 0.0864, 0.1812
O, 34.8581, 11.0541, 28.2973, -0.0742, 0.7048, 0.0719
O, 8.8114, 12.2197, 37.7138, -0.1008, -0.0105, -0.3736
O, 9.7134, 14.1884, 29.6656, 0.0364, 0.2384, 0.05
O, 6.2105, 16.1416, 34.2347, 0.0679, 0.0769, 0.3315
O, 29.3753, 1.8, 33.6454, -0.2136, 0.2462, -0.3403
O, 10.8939, 1.6087, 30.7981, -0.043, 0.22, 0.1658
O, 8.5744, 15.7156, 33.286, 0.228, -0.4281, -0.3641
O, 19.0295, 5.5746, 27.4321, -0.2225, -0.1275, 0.5875
O, 12.2063, 13.4598, 30.1785, 0.1868, -0.3485, 0.3274
O, 13.3684, 4.9766, 27.2519, -0.0462, -0.165, 0.5853
O, 14.6293, 5.5506, 30.5792, 0.3089, -0.2492, -0.3866
O, 21.9177, 15.8663, 30.9153, 0.4228, -0.3238, -0.4237
O, 12.1156, 9.1506, 28.5039, -0.442, -0.2649, 0.0906
O, 6.8779, 8.8739, 35.5313, 0.2226, 0.1665, -0.1616
O, 18.7117, 16.0225, 27.6212, 0.1629, -0.0593, -0.1458
O, 30.1745, 12.2268, 37.4302, -0.5327, -0.1289, -0.209
O, 35.3105, 6.2501, 33.3696, -0.1344, 0.4246, 0.1936
O, 14.4961, 6.854, 28.4167, 0.4939, 0.1645, 0.1821
O, 27.146, 12.7524, 33.1973, 0.1263, -0.4168, -0.4417
O, 21.954, 3.0118, 27.585, 0.1019, -0.0301, 0.5223
O, 18.889, 11.0738, 27.3609, 0.1134, 0.0745, 0.3991
O, 25.6924, 12.2406, 28.9251, 0.6878, 0.3715, 0.1967
O, 19.5798, 3.2287, 32.1365, -0.3591, -0.1744, -0.4206
O, 25.6476, 6.4936, 28.7404, 0.0985, -0.4003, 0.4969
O, 24.7146, 7.1569, 37.3777, 0.2497, -0.3497, -0.4073
O, 22.0795, 9.3901, 28.6298, 0.206, 0.0662, 0.4635
O, 29.7972, 16.2088, 27.5768, 0.1335, -0.136, 0.012
O, 20.4033, 3.8255, 35.9435, -0.1855, 0.0949, 0.3137
O, 23.2449, 12.5951, 29.8048, -0.041, 0.0091, -0.0203
O, 25.8658, 3.0401, 30.623, 0.047, 0.2307, 0.1489
O, 32.9207, 13.8003, 27.7527, -0.0977, -0.0467, 0.28
O, 33.0483, 9.6253, 31.8863, 0.1765, 0.7214, -0.1058
O, 29.7345, 13.5842, 30.719, 0.0015, -0.2364, 0.5352
O, 24.1964, 1.7706, 37.7623, -0.407, -0.2076, -0.2995
O, 26.9893, 8.684, 28.3862, -0.3864, 0.0915, 0.0087
O, 28.3963, 9.5775, 31.1875, -0.1007, 0.1697, -0.0472
O, 14.0344, 6.7091, 37.5695, 0.4565, -0.5153, 0.023
O, 19.6958, 5.1993, 33.7059, -0.3059, 0.2911, 0.0351
O, 34.3518, 2.9298, 38.6681, 0.0361, 0.156, -0.4596
O, 13.9102, 8.1328, 35.3247, -0.6925, 0.045, 0.0983
O, 10.6512, 10.5026, 33.1875, 0.3361, -0.3894, -0.4023
O, 15.7378, 11.1741, 37.9988, 0.2031, 0.5865, 0.2463
O, 23.9901, 5.0131, 27.6077, 0.104, 0.1876, 0.6815
O, 18.1705, 5.5616, 36.1327, 0.1123, -0.1282, -0.3312
O, 29.2683, 2.0488, 36.1651, 0.3396, -0.3294, 0.1004
O, 33.5406, 3.5516, 31.5753, -0.3092, -0.4874, -0.1696
O, 15.4165, 3.8414, 32.271, 0.109, -0.0671, 0.5399
O, 8.3648, 10.8727, 27.5651, -0.0841, 0.0726, 0.3228
O, 11.606, 6.5197, 33.53, 0.0071, 0.0803, -0.7451
O, 25.2764, 2.2071, 33.0576, 0.4035, -0.2443, -0.0295
O, 17.2439, 9.374, 37.0993, 0.0451, -0.2197, -0.1143
O, 32.495, 4.5552, 37.9279, -0.1597, 0.1147, -0.2863
O, 30.0902, 2.6021, 38.4516, -0.0081, 0.576, 0.023
O, 26.6128, 11.3051, 35.3674, -0.2347, -0.399, -0.4942
O, 20.6194, 6.3947, 35.762, 0.58, 0.3632, 0.1895
O, 16.5294, 3.728, 35.1284, 0.2686, 0.0199, -0.2783
O, 30.4421, 11.0946, 30.9171, 0.4247, -0.2371, 0.4819
O, 9.6744, 5.9076, 31.0216, -0.0531, -0.3818, -0.2536
O, 34.956, 12.5411, 37.9375, -0.166, 0.3614, -0.1482
O, 36.9051, 11.108, 38.7857, 0.2087, 0.2707, -0.2124
O, 17.9935, 2.9098, 38.4826, -0.0908, -0.0748, -0.443
O, 28.3236, 2.025, 30.1833, -0.1035, -0.0426, 0.3563
O, 10.5224, 12.1353, 28.4512, 0.2638, -0.278, 0.1499
O, 35.5321, 5.5519, 27.7462, -0.1206, 0.039, 0.2104
O, 36.0615, 11.2413, 30.7811, -0.0422, -0.3691, 0.2728
O, 35.7633, 6.6681, 37.6981, -0.2712, 0.1423, -0.482
O, 30.9229, 6.6744, 37.8228, -0.0101, 0.4068, -0.2129
O, 10.9488, 8.1869, 30.5525, -0.6056, 0.411, 0.614
O, 14.5295, 14.6206, 29.714, 0.2395, 0.4332, 0.2349
O, 16.2044, 4.5938, 37.6152, -0.4367, -0.0069, -0.1124
O, 14.5263, 15.6836, 35.7492, -0.011, 0.3421, -0.2037
O, 32.7863, 14.6815, 37.5532, -0.4075, -0.3189, -0.0477
O, 8.1133, 9.9058, 33.5151, 0.1405, 0.1789, -0.5726
O, 21.3305, 1.4396, 32.5067, 0.0323, 0.1353, -0.0141
O, 19.1853, 7.3892, 37.7332, 0.0097, 0.3898, 0.0441
O, 22.0356, 15.2245, 37.3349, -0.1709, 0.3143, -0.3257
O, 11.3081, 2.9866, 27.4193, 0.0372, 0.0811, 0.5859
O, 30.273, 4.4564, 36.5616, -0.0485, 0.2041, -0.6249
O, 7.9783, 5.1652, 27.6193, -0.0369, -0.0566, 0.415
O, 31.1548, 12.354, 28.8546, 0.035, -0.2343, -0.097
O, 22.1244, 1.8772, 36.0547, 0.1865, -0.5708, -0.3961
O, 7.859, 15.492, 28.1682, 0.3102, 0.5536, -0.1921
O, 13.949, 0.5974, 38.0003, -0.4454, -0.5558, 0.0487
O, 34.8819, 13.4064, 31.555, -0.012, 0.1717, -0.486
O, 35.0264, 5.6107, 30.8016, 0.0719, 0.3084, -0.2903
O, 8.8891, 5.4937, 37.9179, -0.3236, -0.2145, 0.1597
O, 10.2993, 6.2482, 35.8328, 0.1383, 0.514, 0.3855
O, 11.2719, 4.6152, 37.616, 0.4491, 0.2003, -0.5415
O, 35.0852, 15.6055, 37.4258, 0.0114, 0.0647, 0.2393
O, 18.9265, 5.6062, 31.1635, -0.1586, -0.2381, -0.424
O, 15.0794, 11.4256, 31.48, -0.0938, 0.0559, -0.1421
O, 36.0167, 3.2514, 30.7583, 0.1144, -0.0799, -0.6431
O, 13.5673, 7.9824, 30.4727, 0.4765, 0.2049, 0.5317
O, 13.1941, 5.5804, 35.3767, -0.1493, -0.3613, 0.3908
O, 32.3504, 5.9257, 35.7465, 0.4585, 0.0031, 0.211
O, 31.9736, 10.6764, 38.5693, 0.131, 0.0364, -0.4889
O, 16.2838, 15.695, 37.6641, 0.0919, 0.1654, -0.2997
O, 31.3313, 6.409, 28.9181, 0.5747, -0.285, 0.1769
O, 34.2924, 0.7452, 33.1017, -0.1974, 0.3227, -0.2286
O, 22.2104, 4.7082, 34.2281, 0.268, 0.0194, 0.1628
O, 4.7785, 15.2308, 29.6212, 0.3536, 0.0246, -0.391
O, 16.2309, 9.125, 34.6325, 0.3276, 0.0121, -0.3614
O, 12.7304, 10.2801, 30.8797, -0.3317, 0.3479, -0.1036
O, 4.2257, 9.6264, 28.8504, -0.4819, -0.0601, -0.4606
O, 16.87, 15.3526, 32.451, 0.0435, -0.0671, -0.2494
O, 23.341, 16.175, 33.07, -0.2807, 0.1024, 0.1251
O, 32.2811, 13.0052, 31.1624, 0.2014, 0.1053, -0.1015
O, 23.8409, 4.0821, 32.0563, 0.1291, 0.226, -0.2143
O, 31.7083, 12.6433, 35.3111, 0.3348, 0.2943, 0.1572
O, 9.0104, 6.3566, 33.5616, -0.4643, -0.186, 0.3904
O, 5.1756, 13.7434, 34.6273, 0.5949, -0.0121, 0.2541
O, 17.2021, 12.5994, 32.6004, 0.3518, -0.2061, 0.2373
O, 34.0864, 3.847, 28.9999, -0.6146, -0.1765, 0.3395
O, 21.1052, 12.3168, 28.1894, 0.0726, -0.1236, 0.2699
O, 4.6317, 6.7054, 31.7944, -0.0078, -0.5861, -0.2165
O, 15.9743, 1.9542, 27.5494, 0.2174, 0.4454, -0.1388
O, 23.6203, 9.0667, 32.6012, -0.4222, 0.2963, 0.0334
O, 15.9323, 1.3051, 31.7393, -0.2017, -0.1904, -0.197
O, 20.8699, 5.5411, 38.5352, -0.0692, -0.1296, -0.3129
O, 22.7483, 8.7677, 37.5844, -0.0788, -0.4101, -0.1201
O, 10.8601, 12.9106, 36.2171, 0.1701, 0.0123, 0.0045
O, 12.5605, 4.0288, 33.3015, -0.3879, 0.055, -0.333
O, 16.5896, 14.6126, 28.0797, -0.3151, 0.2174, 0.1298
O, 9.8602, 6.7687, 28.5527, -0.0827, 0.1406, 0.2268
O, 26.2458, 1.5242, 28.5616, 0.1973, -0.0738, 0.3778
O, 34.4193, 3.8664, 34.0913, -0.1123, -0.319, 0.5522
O, 21.1346, 8.3989, 30.9856, 0.5553, -0.3078, 0.205
O, 24.1356, 10.7175, 27.616, 0.1915, 0.1319, 0.3056
O, 10.6786, 13.0908, 33.6084, -0.6361, 0.1188, -0.2253
O, 8.7031, 16.3581, 30.487, 0.0699, -0.0611, 0.4476
O, 20.7949, 14.6843, 35.0607, -0.0556, 0.3332, 0.135
O, 33.4658, 12.2146, 33.3898, 0.1988, -0.2942, 0.0029
O, 17.8905, 13.8154, 38.5073, 0.1051, 0.089, -0.2132
O, 24.7263, 10.9507, 31.1474, 0.0204, -0.0174, 0.3963
O, 5.1067, 15.4929, 37.9396, 0.2603, -0.0806, -0.4058
O, 29.8693, 14.368, 35.9042, 0.5885, 0.3088, 0.0103
O, 20.2643, 1.4229, 28.6535, 0.4068, 0.0218, 0.6473
O, 26.1808, 0.2352, 38.5573, -0.0501, 0.0601, -0.6881
O, 20.7934, 10.6425, 35.5438, 0.3099, -0.4442, -0.0441
O, 12.5997, 2.7852, 38.7406, 0.1925, 0.0718, -0.5728
O, 27.1498, 7.3568, 30.6874, 0.0943, -0.6761, -0.0295
O, 31.4944, 0.2755, 38.701, 0.0582, -0.062, -0.3108
O, 5.876, 13.8157, 27.3848, -0.1854, -0.1487, 0.0853
O, 14.4232, 10.6993, 35.6645, -0.0507, -0.0368, -0.0879
O, 10.1196, 8.4804, 34.6235, 0.2639, -0.0587, 0.4284
O, 4.1447, 16.1296, 35.635, -0.0322, 0.2356, -0.2896
O, 21.3882, 10.8734, 38.1348, -0.2303, 0.1851, 0.094
O, 25.5661, 14.825, 33.3919, 0.2242, 0.1849, 0.2305
O, 19.8497, 1.7616, 34.5552, -0.4421, -0.3699, 0.0577
O, 7.4093, 1.6689, 32.7349, 0.371, 0.0318, 0.3301
O, 11.9342, 2.6049, 35.351, 0.2975, 0.1227, 0.2722
O, 32.5699, 5.401, 33.1315, -0.1229, 0.2377, -0.3603
O, 10.3458, 1.4309, 37.0035, 0.3038, 0.0912, 0.1716
O, 30.659, 8.7462, 32.6932, -0.2509, 0.3117, -0.1178
O, 4.9386, 13.3788, 31.4404, 0.0141, -0.0426, 0.0196
O, 32.7679, 7.8501, 33.93, 0.7212, 0.1391, 0.3155
O, 28.149, 15.1855, 37.6448, 0.5458, 0.0446, 0.1086
O, 30.1422, 6.5687, 31.3877, -0.1305, -0.4392, -0.2273
O, 6.2383, 15.7796, 31.7493, -0.0128, 0.1501, -0.0452
O, 31.634, 0.4356, 33.467, -0.3287, -0.3551, 0.0572
O, 23.5376, 7.9887, 35.1087, -0.109, -0.3319, -0.0706
O, 15.4771, 13.9181, 34.0187, -0.0594, -0.3517, -0.0998
O, 13.3249, 11.8729, 37.7385, -0.7023, -0.1487, -0.1126
O, 28.1998, 16.2382, 35.1342, -0.0754, -0.1952, -0.261
O, 30.7621, 1.7299, 28.9589, 0.2963, 0.4065, 0.1566
O, 13.5481, 2.2228, 30.9951, 0.0221, 0.4556, -0.2481
O, 25.0117, 0.4715, 35.0108, -0.1179, -0.0516, 0.2395
O, 23.4898, 14.6289, 35.148, 0.1704, -0.3391, 0.1323
O, 20.0793, 14.766, 32.5531, 0.1609, 0.0574, 0.0553
O, 8.4143, 2.6023, 30.479, -0.2663, 0.2013, -0.2484
O, 17.5582, 7.8826, 30.3691, -0.3925, -0.3637, -0.0899
O, 20.0158, 12.4575, 33.8464, -0.0732, -0.0104, -0.0723
O, 34.5605, 13.7296, 35.6963, 0.1015, 0.2271, -0.8789
O, 5.8452, 8.6396, 33.1727, -0.6771, -0.1051, 0.0429
O, 13.6153, 10.8114, 27.239, -0.1131, 0.0458, 0.3558
O, 27.5416, 14.7762, 31.5119, 0.1864, 0.1881, 0.1765
O, 15.7285, 1.6426, 36.4761, 0.3817, 0.4236, 0.2462
O, 10.2366, 15.4268, 38.0918, -0.2042, -0.0093, -0.1928
O, 33.3696, 15.9886, 35.31, 0.0282, 0.2751, 0.2
O, 23.6166, 1.6226, 31.1315, -0.095, 0.0438, -0.5109
O, 20.674, 7.2554, 28.5386, 0.3774, -0.334, 0.3512
O, 27.3027, 13.8319, 35.5927, -0.3002, 0.0641, 0.1108
O, 35.0864, 8.1062, 31.3452, 0.5347, 0.4238, 0.1063
O, 18.5709, 8.0559, 35.2992, 0.3693, -0.1319, -0.3757
O, 6.8418, 2.9443, 38.6742, 0.1712, 0.0654, -0.3324
O, 13.9319, 0.2304, 27.2653, 0.1612, -0.1402, 0.568
O, 3.7772, 15.4618, 33.1876, -0.1054, -0.5296, -0.2701
O, 24.9704, 9.6382, 36.4926, 0.065, 0.1991, -0.4174
O, 31.8972, 2.9583, 33.6, -0.106, -0.1136, 0.3848
O, 27.3033, 10.089, 37.6269, 0.0922, 0.1655, -0.3329
O, 32.0038, 10.2866, 34.2758, -0.5254, -0.1217, 0.3782
O, 21.4605, 7.8792, 33.5037, -0.5022, -0.376, 0.522
O, 25.4296, 11.9549, 37.6373, 0.0993, 0.2669, -0.2128
O, 30.5515, 8.6722, 29.85, 0.0944, 0.1593, -0.2545
O, 24.3348, 16.2749, 27.6996, 0.232, -0.1917, 0.575
O, 24.925, 8.5819, 30.1823, -0.5004, 0.0091, -0.243
O, 28.9865, 10.3574, 28.7368, 0.3076, 0.5331, 0.1337
O, 19.471, 9.4574, 29.4386, 0.2146, 0.6322, 0.003
O, 36.3724, 1.4215, 37.8357, 0.3194, 0.4211, -0.185
O, 14.1863, 6.0879, 33.0527, -0.0341, 0.4573, 0.2938
O, 4.0427, 1.1982, 28.656, -0.2107, 0.2961, 0.4087
O, 5.8583, 3.0089, 27.687, 0.0393, -0.0589, 0.5484
O, 18.9775, 7.8001, 32.4956, -0.2572, -0.091, 0.2019
O, 19.5753, 12.3595, 37.2492, -0.1321, 0.2932, -0.5638
O, 16.656, 6.2727, 32.2283, 0.1358, -0.0925, 0.2151
O, 12.1091, 6.0005, 29.7069, 0.1944, -0.7285, -0.1278
O, 8.1034, 0.7678, 38.0594, -0.3733, -0.3576, -0.2785
O, 18.3159, 10.6083, 34.8566, -0.42, 0.3172, 0.0062
O, 22.8172, 3.9609, 37.5142, 0.4164, 0.3778, -0.4921
O, 5.8691, 8.6271, 30.6073, 0.3083, 0.4202, 0.0223
O, 15.144, 12.4536, 28.3243, -0.2065, -0.4437, 0.3636
O, 23.5711, 6.4872, 32.8977, 0.3192, 0.0792, -0.113
O, 22.3583, 14.6114, 28.392, -0.359, 0.3245, 0.3541
O, 7.2323, 6.7408, 31.7636, -0.0312, 0.1841, 0.0329
O, 9.5462, 3.7104, 35.9084, -0.6869, 0.0372, -0.063
O, 27.9436, 3.812, 37.6419, -0.4169, -0.0944, -0.3526
O, 16.7008, 13.0864, 30.2037, 0.601, 0.2812, 0.198
O, 12.2769, 13.9314, 38.7824, 0.1787, -0.0598, -0.155
O, 10.8154, 10.5468, 37.7085, 0.1404, -0.0692, -0.283
O, 24.4818, 2.9903, 35.5139, -0.0071, 0.4909, -0.2039
O, 28.3021, 7.6338, 33.0152, -0.261, -0.3365, 0.4312
O, 12.6812, 16.0121, 30.9629, 0.2401, -0.148, 0.3424
O, 5.5391, 9.2365, 37.7021, -0.1812, 0.2643, -0.5803
O, 26.1701, 9.1021, 32.4382, 0.1244, 0.204, 0.6561
O, 5.8976, 3.2035, 31.3287, -0.2304, 0.0033, -0.2764
O, 8.0383, 4.286, 32.3799, 0.1285, -0.008, 0.4713
O, 36.4868, 11.8747, 35.8641, 0.3938, -0.3584, 0.1185
O, 28.1509, 14.6667, 28.8734, -0.554, -0.4048, 0.0223
O, 7.0348, 13.8778, 38.7036, 0.1846, 0.0271, -0.3126
O, 30.4506, 6.5382, 34.0763, -0.3157, -0.4229, 0.4025
O, 7.1641, 14.0761, 30.1903, -0.0129, -0.7169, 0.1941
O, 12.4283, 8.5294, 38.5114, 0.0244, 0.0454, -0.1178
O, 34.0405, 8.5442, 38.6133, -0.2109, 0.216, -0.3068
O, 4.9368, 4.6942, 37.8531, 0.0042, -0.2044, -0.3548
O, 17.6725, 3.7273, 28.4156, -0.0205, 0.2421, 0.5023
O, 4.147, 1.639, 32.6498, 0.2731, 0.0381, 0.3394
O, 14.0554, 9.7561, 33.224, -0.0014, -0.4561, -0.0442
O, 27.4918, 3.8191, 28.5564, -0.113, 0.4242, 0.3618
O, 9.7631, 1.4147, 34.4759, 0.1389, 0.2617, -0.6273
O, 15.7231, 6.2248, 35.6411, 0.294, 0.3211, -0.3195
O, 20.8873, 13.5794, 30.3783, -0.1554, -0.5619, 0.3892
O, 3.7417, 11.9915, 33.2548, -0.4283, -0.337, 0.0229
O, 28.9809, 8.2696, 38.5302, -0.1736, -0.0448, -0.3931
O, 9.6212, 1.3881, 28.4883, 0.1301, -0.214, 0.1352
O, 33.1027, 14.7436, 32.9435, 0.0123, -0.0017, -0.2352
O, 10.8842, 15.3036, 34.7465, 0.2693, 0.1936, -0.2039
O, 17.1045, 9.4822, 28.3786, -0.4686, -0.3835, 0.2487
O, 12.3006, 1.3821, 33.0315, -0.0687, -0.3087, 0.2142
O, 5.4421, 6.8743, 36.4768, 0.009, -0.2114, -0.5919
O, 27.0096, 2.2347, 34.9092, -0.1375, 0.5955, -0.0419
O, 6.7103, 8.9767, 28.2628, 0.3578, -0.3279, 0.1798
O, 9.4218, 10.8441, 35.5426, -0.5306, 0.0527, -0.0854
O, 17.4697, 10.5694, 30.8055, 0.3083, 0.0585, 0.5015
O, 15.6906, 3.0287, 29.8436, -0.0796, 0.2976, -0.0789
O, 19.7856, 1.5425, 37.2379, -0.1752, -0.5158, -0.2709
O, 26.266, 5.5243, 38.5628, -0.0128, -0.1689, -0.6163
O, 33.6632, 9.02, 29.2192, -0.2014, 0.0661, 0.025
O, 10.3707, 12.0743, 31.1676, -0.2972, -0.2253, 0.0773
O, 5.9019, 11.0844, 34.3967, 0.0232, 0.2784, -0.0783
O, 18.2125, 14.2515, 34.3595, 0.0717, 0.0858, 0.7779
O, 14.3577, 2.3684, 34.3623, 0.0667, -0.2157, -0.0016
O, 15.1045, 13.1652, 36.4089, 0.4769, 0.1696, 0.1803
O, 22.0525, 12.7746, 36.3571, 0.3564, -0.1631, 0.0245
O, 29.6055, 16.1476, 30.5279, 0.3725, -0.1393, 0.2082
O, 12.9724, 13.753, 34.9222, 0.0834, -0.348, -0.4611
O, 16.7301, 1.2142, 34.1598, 0.1731, -0.001, 0.2995
O, 8.7364, 15.8433, 35.9535, -0.4865, -0.1117, -0.1522
O, 12.1967, 15.2451, 28.4559, -0.6906, 0.0287, 0.3105
O, 23.6684, 13.6834, 38.5803, -0.0989, -0.0971, -0.2352
O, 20.1706, 10.0519, 32.9666, -0.0908, 0.4281, -0.147
O, 29.1098, 12.0601, 34.9676, 0.0524, -0.628, -0.1045
O, 21.4685, 5.1307, 31.7697, 0.1997, 0.2727, -0.4549
O, 35.5184, 0.1865, 30.867, -0.5776, 0.1884, -0.0309
O, 18.6054, 0.9405, 32.4103, 0.1848, -0.1921, -0.4641
O, 25.3628, 13.4096, 31.2438, -0.2221, 0.0906, 0.1686
O, 30.6848, 2.0091, 31.4785, 0.4196, 0.2419, -0.2219
O, 19.3873, 15.7341, 30.1775, -0.2219, 0.0089, 0.178
O, 4.2311, 4.1643, 33.173, 0.6208, 0.0538, 0.0765
O, 12.7439, 11.9929, 32.6448, 0.0863, 0.5988, 0.2522

Results
total energy: -218730.743 eV
total energy less fixed offsets of O -438.35, Si -107.03 eV per atom: -12.023 eV
